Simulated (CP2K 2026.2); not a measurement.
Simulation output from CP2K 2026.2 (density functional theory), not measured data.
Periodic cell of 1153 atoms, Si864O289, from a study of silicon, its oxide and their interface. The atomic structure is a simulated model.
Doubt: the forces sum to 5.03 eV/angstrom along one axis rather than to zero, so they err by at least 0.0044 eV/angstrom per atom on average; the grid cutoff is modest.

Settings
functional: PBE
method: Gaussian and plane waves
basis set: DZVP-MOLOPT-SR-GTH
pseudopotentials: GTH-PBE
grid cutoff: 350 Ry, relative cutoff 50 Ry
k points: Gamma only
occupations: fixed
spin: none
net charge: 0

Cell vectors (angstrom)
a, 32.64, 0, 0
b, 0, 16.32, 0
c, 4.437, -0.1056, 38.9716

Atoms and the computed forces on them: element, x, y, z (angstrom), force x, y, z (eV/angstrom)
Si, 29.8857, 13.6366, 2.4502, 0.0556, -0.05, 0.0495
Si, 0.7392, 1.942, 1.7119, 0.0905, 0.1648, -0.0007
Si, 31.5896, 3.4456, 1.7086, 0.2893, 0.1265, 0.4162
Si, 1.0077, 6.881, 1.1833, 0.1616, -0.2393, 0.7187
Si, 30.755, 7.7782, 0.8546, 0.0122, 0.1903, 0.4107
Si, 0.9543, 11.73, 0.3977, -0.1271, -0.0665, 0.0584
Si, 1.8937, 14.4995, 0.0416, -0.143, 0.0056, 0.1013
Si, 6.2116, 1.3993, 0.7689, -0.1628, 0.0505, 0.1186
Si, 4.3612, 3.8784, 1.3512, -0.1403, 0.0213, 0.7873
Si, 7.3934, 6.1518, 1.4649, 0.0781, 0.0814, 0.4389
Si, 3.2926, 9.9001, 0.9328, -0.3079, -0.4679, 0.3714
Si, 7.3181, 11.9405, 0.9797, 0.0396, -0.0855, 0.0008
Si, 10.0256, 14.7489, 1.0887, -0.3218, 0.4209, -0.0087
Si, 12.5002, 1.1846, 1.572, -0.1303, 0.1835, 0.7179
Si, 9.2022, 4.5962, 1.5901, -0.1604, 0.0034, 0.5123
Si, 11.8696, 7.3156, 1.5079, -0.1954, 0.1944, 0.4474
Si, 10.1111, 9.0664, 1.4629, -0.013, -0.0546, 0.0555
Si, 12.128, 12.3148, 1.3554, 0.0705, -0.2649, 0.6785
Si, 14.9134, 15.4625, 1.0717, 0.4365, 0.2626, 0.3298
Si, 17.3348, 1.7184, 1.616, 0.1006, 0.03, 0.6837
Si, 15.1841, 3.9253, 1.612, -0.0395, 0.0824, 0.6025
Si, 17.5845, 6.8868, 1.4297, -0.2382, 0.2343, 0.4761
Si, 14.915, 9.5593, 1.1635, -0.0125, -0.0259, -0.0801
Si, 18.2456, 11.6833, 1.4485, 0.0462, -0.1502, 0.5329
Si, 20.7492, 14.4301, 1.5656, 0.0824, -0.1671, 0.4566
Si, 23.7035, 1.3503, 1.2672, 0.3634, 0.3113, 0.3388
Si, 20.4188, 3.8595, 1.1749, -0.0097, -0.0085, -0.0416
Si, 23.4815, 6.2229, 1.461, 0.0277, -0.221, 0.5137
Si, 19.9567, 10.0067, 1.6331, 0.0628, 0.0038, -0.0278
Si, 23.1447, 11.8027, 0.0939, -0.2176, 0.2185, 0.4511
Si, 25.5579, 15.2197, 1.4801, 0.1587, -0.1322, 0.7809
Si, 29.06, 1.0261, 1.6896, -0.0064, -0.0605, -0.045
Si, 25.2287, 4.5615, 1.4236, 0.0013, 0.2469, 0.5269
Si, 28.754, 5.6671, 0.3809, 0.0252, 0.0187, -0.0191
Si, 25.142, 9.4074, 0.9148, -0.3221, -0.3746, 0.4676
Si, 29.1047, 12.0162, 0.8494, 0.2474, 0.6169, -0.0007
Si, 32.508, 0.1188, 2.8517, -0.0464, 0.0175, 0.139
Si, 2.7115, 2.7859, 2.6675, 0.0389, -0.0579, -0.0299
Si, 32.6172, 5.3567, 2.6441, -0.0204, -0.0673, 0.048
Si, 2.5382, 8.1877, 2.4171, 0.0153, 0.0237, -0.073
Si, 32.1147, 10.4559, 2.8019, -0.0445, -0.2073, 0.5002
Si, 3.295, 14.2986, 2.7879, 0.1204, 0.0309, 0.5696
Si, 5.038, 15.9609, 2.8797, -0.1511, -0.1431, 0.5217
Si, 8.2634, 2.7485, 2.7331, 0.2943, 0.3511, 0.3144
Si, 5.555, 5.3712, 2.7028, 0.0087, -0.014, -0.0321
Si, 8.2811, 8.0737, 2.5936, -0.0044, -0.0524, -0.0142
Si, 5.7357, 11.0175, 2.4799, 0.2627, 0.2861, 0.4717
Si, 8.3053, 13.6303, 2.346, 0.0168, 0.027, 0.0207
Si, 10.9118, 16.2696, 2.7042, -0.0028, 0.0097, -0.0376
Si, 13.6444, 2.732, 2.8726, -0.0011, 0.0135, -0.0404
Si, 10.9283, 5.5673, 2.7914, 0.0068, -0.0026, -0.0369
Si, 13.6048, 8.3207, 2.7298, 0.0052, -0.0681, -0.0588
Si, 10.9653, 10.8064, 2.7486, 0.075, 0.0597, -0.0533
Si, 13.6439, 13.3842, 2.7503, -0.397, -0.1744, 0.418
Si, 16.2436, 0.0751, 2.7836, -0.0323, -0.0706, -0.0552
Si, 19.0436, 2.777, 2.7485, -0.04, -0.0189, -0.0125
Si, 16.4139, 5.4511, 2.8629, -0.003, 0.0054, -0.05
Si, 18.9663, 8.2114, 2.7786, 0.063, -0.0426, -0.0619
Si, 16.3466, 10.8155, 2.5826, 0.0194, 0.0457, -0.058
Si, 18.9941, 13.479, 2.7685, 0.0275, -0.0066, -0.0353
Si, 21.5752, 16.1418, 2.9363, -0.2771, -0.421, 0.4512
Si, 24.5786, 2.8009, 2.8094, -0.031, -0.025, 0.0157
Si, 21.6883, 5.2677, 2.6114, -0.0113, 0.0336, -0.0141
Si, 24.2729, 8.0844, 2.6491, -0.0059, 0.0117, -0.0421
Si, 21.5706, 10.9646, 3.02, -0.0216, 0.0089, 0.0806
Si, 24.3949, 13.7014, 2.876, 0.087, 0.0222, 0.0495
Si, 27.2036, 0.0155, 2.7391, 0.0146, -0.0019, -0.0297
Si, 29.95, 2.6321, 3.1422, 0.0013, -0.0809, 0.0955
Si, 27.0142, 5.4977, 2.6393, -0.2875, -0.3944, 0.3558
Si, 30.4641, 8.6247, 2.9711, 0.0459, 0.0176, 0.0015
Si, 27.3753, 10.5719, 2.7384, -0.3343, 0.2319, 0.7509
Si, 30.7188, 15.5961, 1.5313, 0.0446, -0.0694, -0.1631
Si, 31.2982, 1.307, 4.4487, 0.0065, -0.0231, -0.0841
Si, 1.4154, 4.153, 4.0826, -0.0406, -0.0986, -0.0828
Si, 31.4024, 6.7988, 4.1008, -0.0161, 0.0018, 0.0142
Si, 1.3257, 9.516, 3.9606, -0.0134, 0.0001, -0.0313
Si, 31.1818, 12.2774, 3.9639, -0.0423, 0.0303, 0.0228
Si, 1.3736, 15.0323, 4.0198, 0.0664, -0.0786, -0.0828
Si, 4.0076, 1.3794, 4.0805, 0.0499, -0.0003, 0.0358
Si, 6.8374, 4.0299, 4.1422, 0.0524, 0.012, -0.0861
Si, 4.0799, 6.8776, 3.8176, -0.0619, -0.0033, -0.0482
Si, 6.8987, 9.5155, 3.8987, -0.0018, 0.0454, -0.0441
Si, 4.2351, 12.3507, 3.8301, -0.0429, -0.0121, -0.0275
Si, 6.8965, 14.9169, 3.8837, -0.0078, -0.0156, -0.0309
Si, 9.596, 1.3527, 4.0574, -0.0406, -0.0039, -0.0284
Si, 12.2548, 4.1345, 4.1035, -0.0091, -0.0025, -0.0056
Si, 9.5423, 6.838, 4.1678, -0.0716, 0.0146, 0.0046
Si, 12.3345, 9.6014, 4.2037, -0.0516, 0.006, 0.0108
Si, 9.5342, 12.2665, 3.9229, 0.0247, 0.0597, 0.0238
Si, 12.3183, 14.9143, 4.0427, 0.0718, 0.0211, -0.0491
Si, 14.9317, 1.3458, 4.2348, -0.002, 0.0001, 0.0361
Si, 17.7451, 4.0963, 4.2021, 0.0051, -0.0471, 0.04
Si, 14.9406, 6.8461, 4.0623, -0.0124, 0.0442, -0.0093
Si, 17.5825, 9.5061, 4.1404, 0.0265, 0.0432, -0.0162
Si, 15.0427, 12.1264, 4.0998, 0.0069, -0.0132, -0.0161
Si, 17.615, 14.9291, 4.0265, 0.0203, 0.0171, 0.0044
Si, 20.264, 1.3125, 4.1589, 0.0314, 0.0659, -0.0234
Si, 23.015, 3.9895, 4.1025, -0.004, 0.0296, -0.0359
Si, 20.3977, 6.7564, 3.9897, -0.0149, -0.0258, -0.0344
Si, 23.034, 9.4894, 4.084, 0.0262, -0.019, 0.0028
Si, 20.2608, 12.2898, 4.3711, 0.0131, 0.0176, -0.0475
Si, 23.1157, 15.0159, 4.3212, -0.0403, -0.0003, -0.0805
Si, 25.921, 1.4247, 4.1373, 0.0391, -0.0163, 0.0073
Si, 28.4642, 4.1713, 4.0758, -0.0507, 0.0634, -0.0361
Si, 25.7709, 6.8789, 4.0741, -0.02, 0.0138, -0.0262
Si, 28.6006, 9.3496, 4.2507, -0.0093, -0.0489, -0.0131
Si, 25.896, 12.1639, 3.9353, 0.0715, -0.0376, -0.0378
Si, 28.5082, 14.8475, 4.011, -0.0552, -0.0736, 0.0162
Si, 29.8428, 16.1855, 5.5146, 0.0078, -0.0242, -0.0202
Si, 32.7284, 2.7824, 5.5324, 0.0467, 0.009, -0.0041
Si, 29.9126, 5.4967, 5.4038, -0.014, -0.0329, -0.0093
Si, 32.7485, 8.1468, 5.4589, -0.0026, 0.0164, 0.0037
Si, 29.8701, 10.9379, 5.4481, 0.0383, -0.0069, -0.0249
Si, 32.6503, 13.5785, 5.3116, -0.0279, 0.0122, -0.0007
Si, 2.6671, 0.0521, 5.4717, -0.0233, 0.0332, 0.0095
Si, 5.4261, 2.6948, 5.4357, 0.0203, -0.032, -0.0102
Si, 2.7968, 5.5381, 5.3563, 0, 0.0822, -0.0218
Si, 5.4582, 8.1966, 5.2447, 0.0271, -0.0187, 0.0156
Si, 2.7858, 10.9481, 5.1843, 0.0159, -0.0153, -0.0049
Si, 5.5568, 13.5923, 5.3378, -0.0063, 0.0108, -0.0156
Si, 8.185, 16.2969, 5.3306, 0.0065, -0.0083, 0.0208
Si, 10.9135, 2.7317, 5.4372, -0.0156, 0.0057, 0.0101
Si, 8.1899, 5.4299, 5.4625, -0.0007, 0.0153, 0.0743
Si, 10.9289, 8.1995, 5.4845, -0.0198, -0.0091, -0.0389
Si, 8.2075, 10.8889, 5.3192, -0.0212, 0.02, -0.0023
Si, 10.9115, 13.57, 5.3656, -0.0138, -0.0362, -0.0158
Si, 13.5719, 16.2777, 5.5083, -0.019, 0.008, 0.0022
Si, 16.3425, 2.7185, 5.514, 0.0248, -0.0423, -0.0137
Si, 13.6103, 5.4787, 5.4531, 0.0215, -0.0005, 0.0192
Si, 16.2701, 8.1482, 5.5046, -0.0057, -0.0152, -0.0047
Si, 13.6845, 10.8898, 5.5587, 0.0177, 0.0013, -0.0074
Si, 16.3133, 13.5716, 5.4448, -0.0092, 0.0289, 0.0012
Si, 18.9286, 16.2678, 5.4854, -0.0014, -0.0305, 0.0423
Si, 21.6913, 2.6543, 5.4936, -0.0374, 0.0026, -0.0037
Si, 19.0866, 5.4751, 5.497, -0.0058, 0.0146, 0.0012
Si, 21.7025, 8.1141, 5.4301, -0.0061, -0.0067, 0.0278
Si, 18.9062, 10.8531, 5.5738, -0.0611, 0.0252, 0.0254
Si, 21.7281, 13.6265, 5.6108, -0.001, -0.0332, 0.0217
Si, 24.5149, 0.0955, 5.5311, 0.0066, 0.0378, -0.0017
Si, 27.2172, 2.7794, 5.5098, 0.0409, -0.0022, 0.042
Si, 24.4055, 5.4332, 5.3978, 0.0259, -0.0192, -0.0187
Si, 27.1721, 8.068, 5.5461, 0.0142, -0.0371, 0.0063
Si, 24.4991, 10.8429, 5.3608, -0.0072, 0.0578, -0.0027
Si, 27.1625, 13.5339, 5.4104, -0.0667, 0.0015, -0.0112
Si, 31.2998, 14.8812, 6.7871, 0.0177, 0.0085, -0.0238
Si, 1.3905, 1.3963, 6.8841, -0.0093, 0.0316, 0.0177
Si, 31.2801, 4.1345, 6.787, -0.0023, -0.0123, -0.0311
Si, 1.4557, 6.8253, 6.8082, -0.0078, -0.0067, 0.0276
Si, 31.3045, 9.5423, 6.7331, -0.0038, -0.0307, -0.008
Si, 1.4087, 12.2292, 6.6481, -0.0047, -0.0005, 0.0115
Si, 4.1317, 14.9612, 6.6879, 0.006, -0.0049, 0.0266
Si, 6.8168, 1.3131, 6.7374, 0.0058, 0.0081, 0.0122
Si, 4.1064, 4.1251, 6.7481, -0.0324, 0.0077, -0.015
Si, 6.7798, 6.837, 6.7097, 0.0133, -0.0096, -0.0217
Si, 4.1131, 9.5731, 6.6244, -0.0428, 0.008, -0.0083
Si, 6.8556, 12.2241, 6.7264, 0.0067, -0.0133, 0.0173
Si, 9.546, 14.95, 6.7222, 0.006, 0.0202, -0.0124
Si, 12.2388, 1.3629, 6.8253, -0.0017, 0.0061, 0.0029
Si, 9.5394, 4.0628, 6.8101, 0.0039, 0.0202, -0.0066
Si, 12.2539, 6.8065, 6.8354, 0.007, 0.021, 0.0031
Si, 9.5426, 9.5695, 6.7702, -0.0162, 0.0375, 0.0075
Si, 12.2531, 12.2601, 6.8113, -0.0178, 0.0052, -0.0209
Si, 14.9563, 14.9258, 6.8286, -0.0065, -0.0053, 0.0175
Si, 17.648, 1.3357, 6.877, -0.0075, -0.0009, 0.0171
Si, 14.9636, 4.1032, 6.8208, 0.0155, 0.0054, 0.0042
Si, 17.6759, 6.8031, 6.8359, 0.0098, -0.0053, -0.0043
Si, 14.9689, 9.4954, 6.9113, 0.0069, 0.0095, 0.0051
Si, 17.6095, 12.2512, 6.9019, 0.0058, -0.0252, 0.0153
Si, 20.3431, 14.9921, 6.8949, -0.01, -0.0045, -0.0163
Si, 23.0987, 1.3851, 6.8768, 0.0169, -0.0027, 0.017
Si, 20.3964, 4.0724, 6.8523, -0.0082, 0.006, -0.0039
Si, 23.081, 6.7866, 6.8028, -0.0173, -0.016, 0.0007
Si, 20.3475, 9.4762, 6.8213, 0.0389, -0.0226, -0.002
Si, 23.1394, 12.188, 6.8075, 0.0227, -0.0106, -0.0371
Si, 25.8442, 14.947, 6.7943, 0.0153, -0.0294, 0.0031
Si, 28.5447, 1.337, 6.8275, -0.0195, 0.0092, -0.013
Si, 25.7872, 4.1082, 6.8082, 0.0038, 0.0022, 0.0068
Si, 28.569, 6.7586, 6.86, 0.0153, -0.028, 0.0193
Si, 25.822, 9.5216, 6.8054, -0.0294, 0.0109, -0.0258
Si, 28.5209, 12.2396, 6.8343, 0.0056, 0.046, 0.0069
Si, 32.6326, -0.0156, 8.1397, -0.0255, 0.0033, -0.0126
Si, 2.7711, 2.7732, 8.1621, 0.0096, -0.0098, 0.011
Si, 32.6704, 5.4784, 8.1329, -0.007, 0.0029, -0.0022
Si, 2.8039, 8.2244, 8.0948, 0.04, 0.0028, -0.0008
Si, 32.6889, 10.8921, 8.0738, 0.0136, 0.0168, -0.013
Si, 2.753, 13.5958, 8.0419, -0.0085, -0.0012, 0.0015
Si, 5.4643, 16.2975, 8.109, -0.028, 0.0035, 0.0031
Si, 8.1639, 2.6887, 8.1233, 0.0013, -0.013, 0.0106
Si, 5.4664, 5.4724, 8.1115, -0.0029, 0.0101, 0.0104
Si, 8.1589, 8.1832, 8.0895, -0.0061, -0.0082, -0.0034
Si, 5.4657, 10.8821, 8.0637, -0.0233, -0.0281, -0.0098
Si, 8.1989, 13.592, 8.1008, 0.0122, -0.0046, -0.0041
Si, 10.8636, -0.008, 8.1441, 0.0078, 0.0014, -0.0004
Si, 13.6079, 2.7245, 8.1749, -0.0215, 0.0033, -0.0123
Si, 10.8938, 5.4295, 8.1689, -0.0101, -0.0117, 0.0076
Si, 13.594, 8.1411, 8.2298, -0.0075, 0.0045, 0.0082
Si, 10.8978, 10.8927, 8.1622, 0.0038, -0.0079, 0.0117
Si, 13.5913, 13.5992, 8.2003, 0.0095, 0.008, 0.0073
Si, 16.2908, 16.2947, 8.2129, 0.0106, -0.0204, 0.0002
Si, 19.0272, 2.7104, 8.2047, 0.0059, -0.0042, -0.0115
Si, 16.3226, 5.4388, 8.1968, -0.0064, 0.0015, -0.0002
Si, 19.0156, 8.1474, 8.2198, -0.0213, 0.0259, -0.0022
Si, 16.2914, 10.8778, 8.2631, 0.0016, 0.0233, 0.0171
Si, 19.0065, 13.5973, 8.2305, 0.002, -0.0095, 0.0073
Si, 21.7354, 0.0165, 8.2223, -0.0158, 0.0021, 0.0078
Si, 24.4555, 2.7536, 8.2049, -0.0329, 0.0309, 0.0124
Si, 21.7506, 5.4344, 8.2024, 0.0173, -0.018, -0.0063
Si, 24.4489, 8.1546, 8.1545, 0.0235, -0.0064, -0.0048
Si, 21.7463, 10.8408, 8.156, -0.0036, 0.0056, -0.0011
Si, 24.4717, 13.5876, 8.1577, -0.0071, 0.0129, 0.0003
Si, 27.1815, -0.0115, 8.1796, -0.0116, 0.0075, 0.0077
Si, 29.9384, 2.7208, 8.1365, 0.0264, -0.027, -0.0026
Si, 27.1793, 5.4183, 8.187, 0.012, -0.015, 0.0141
Si, 29.9366, 8.1933, 8.1297, -0.0072, 0.0112, -0.0087
Si, 27.1682, 10.8767, 8.1778, 0.009, 0.0021, 0.0118
Si, 29.925, 13.5748, 8.1685, 0.0243, -0.0027, 0.0143
Si, 31.2866, 1.3948, 20.2822, 0.0047, -0.0243, -0.006
Si, 34.0188, 4.1402, 20.2964, 0.0104, 0.0012, -0.0029
Si, 31.3158, 6.8442, 20.3119, -0.0041, -0.0102, 0.0006
Si, 33.996, 9.5527, 20.2902, -0.0132, 0.021, 0.0027
Si, 31.2735, 12.2617, 20.2508, -0.0007, 0.0047, -0.0025
Si, 34.017, 14.9912, 20.2877, -0.0013, -0.0105, 0.0096
Si, 4.138, 1.4185, 20.3157, -0.0074, 0.0037, -0.008
Si, 6.8167, 4.0834, 20.3642, -0.0102, -0.009, -0.0055
Si, 4.0936, 6.8135, 20.3085, 0.0031, -0.0117, -0.0038
Si, 6.7969, 9.4966, 20.3335, 0.0025, 0.0035, -0.0133
Si, 4.0574, 12.2405, 20.3073, 0.0217, -0.0065, -0.0072
Si, 6.8058, 14.9901, 20.3562, -0.0123, 0.0203, -0.0027
Si, 9.5396, 1.3631, 20.4066, 0.0083, -0.0056, -0.0026
Si, 12.2304, 4.0864, 20.4605, -0.011, 0.0185, -0.0107
Si, 9.5227, 6.7595, 20.4419, 0.0187, -0.0092, 0.0015
Si, 12.2377, 9.5102, 20.4551, 0.0002, -0.0005, 0.004
Si, 9.543, 12.2328, 20.4212, 0.0128, -0.001, 0.0057
Si, 12.281, 14.9497, 20.4672, 0.01, -0.0036, -0.0004
Si, 14.9848, 1.3438, 20.5213, -0.0239, 0.0162, 0.0046
Si, 17.6697, 4.0306, 20.5163, 0.0129, -0.008, 0.0006
Si, 14.9416, 6.7754, 20.4858, -0.0176, 0.0092, 0.0053
Si, 17.6458, 9.5132, 20.4965, -0.003, 0.0127, -0.0045
Si, 14.9883, 12.2208, 20.508, 0.0172, -0.0234, -0.0014
Si, 17.7078, 14.961, 20.5384, 0.0013, -0.0077, 0.0063
Si, 20.3908, 1.3343, 20.4874, -0.0044, 0.0035, -0.0082
Si, 23.0924, 4.0447, 20.4565, 0.0037, -0.0186, 0.0059
Si, 20.3789, 6.7554, 20.4742, -0.0093, 0.0055, -0.0051
Si, 23.0906, 9.4767, 20.426, -0.0096, -0.0049, -0.002
Si, 20.3648, 12.2186, 20.464, -0.0183, -0.0064, -0.0088
Si, 23.1071, 14.9624, 20.4155, -0.0142, -0.0021, 0.003
Si, 25.8251, 1.3888, 20.3582, 0.003, 0.0097, -0.0091
Si, 28.5523, 4.1227, 20.3303, -0.0034, -0.0112, 0.0063
Si, 25.809, 6.7711, 20.3879, 0.0197, -0.016, 0.0132
Si, 28.5621, 9.5268, 20.2954, 0.0084, -0.0172, 0.0049
Si, 25.8344, 12.2363, 20.3405, 0.0151, -0.0025, 0.0049
Si, 28.5653, 15.0032, 20.281, -0.0059, -0.0065, -0.0128
Si, 29.9232, 0.0441, 21.6348, -0.0079, 0.0146, -0.0117
Si, 32.6318, 2.7878, 21.6068, -0.0251, 0.0098, 0.0127
Si, 29.9427, 5.4939, 21.6468, 0.0027, -0.0068, 0.0091
Si, 32.6561, 8.226, 21.681, -0.0097, -0.0142, 0.0072
Si, 29.9468, 10.8882, 21.6127, -0.0007, 0.0147, -0.0005
Si, 32.6106, 13.6342, 21.5958, -0.0025, 0.0169, -0.0015
Si, 2.7698, 0.0454, 21.6036, 0.018, 0.0064, -0.0023
Si, 5.464, 2.7634, 21.7481, 0.0011, -0.0048, -0.005
Si, 2.7362, 5.4861, 21.677, -0.0041, -0.0067, 0.009
Si, 5.4412, 8.1423, 21.6917, 0.0105, 0.0194, 0.0003
Si, 2.6868, 10.8978, 21.6723, -0.0015, -0.0022, 0.0043
Si, 5.4159, 13.6017, 21.6402, -0.0223, -0.003, -0.0032
Si, 8.1532, 0.0252, 21.7441, 0.0053, -0.0192, -0.0023
Si, 10.8638, 2.7268, 21.8041, 0.007, 0.0094, 0.0089
Si, 8.1537, 5.3776, 21.7947, 0.0145, 0.0031, 0.0099
Si, 10.8858, 8.1226, 21.8002, -0.023, -0.0227, -0.0015
Si, 8.1519, 10.827, 21.7001, -0.0203, -0.0261, -0.0039
Si, 10.904, 13.5936, 21.8043, -0.0013, -0.01, -0.0007
Si, 13.6451, -0.0399, 21.877, 0.0059, -0.0444, 0.0123
Si, 16.3407, 2.6749, 21.937, -0.0146, -0.0158, 0.0003
Si, 13.5813, 5.4209, 21.8616, -0.0006, -0.0207, -0.0092
Si, 16.2852, 8.1382, 21.8553, 0.0122, 0.0099, -0.0061
Si, 13.5952, 10.8567, 21.842, -0.0075, 0.0053, 0.0075
Si, 16.3701, 13.5677, 21.8935, -0.0029, 0.0069, 0.0049
Si, 19.0761, 0.0053, 21.9321, 0.0177, 0.0209, 0.0076
Si, 21.7407, 2.682, 21.8604, 0.0136, -0.0128, 0.0029
Si, 19.0269, 5.398, 21.866, 0.0026, -0.0035, -0.0024
Si, 21.7427, 8.1074, 21.8287, 0.0117, 0.0216, -0.0168
Si, 19.0115, 10.8662, 21.8676, 0.0217, 0.012, -0.0173
Si, 21.7335, 13.603, 21.7764, -0.0015, -0.0009, -0.017
Si, 24.4766, 0.0364, 21.7349, 0.0262, -0.0026, 0.0049
Si, 27.1873, 2.7678, 21.693, -0.0057, -0.0059, 0.0011
Si, 24.4683, 5.3977, 21.7968, -0.013, 0.007, 0.0023
Si, 27.1969, 8.1773, 21.6559, -0.0085, 0.007, -0.0099
Si, 24.5, 10.8482, 21.708, 0.005, 0.0071, 0.0022
Si, 27.2043, 13.6529, 21.6233, 0.0078, 0.0277, -0.023
Si, 31.279, 14.9983, 22.9638, -0.004, 0.0219, 0.0099
Si, 34.0539, 1.4525, 22.8806, 0.0318, 0.0018, -0.0117
Si, 31.2705, 4.1163, 23.0001, -0.0081, -0.025, -0.0259
Si, 34.0205, 6.8602, 23.0214, 0.0169, 0.0302, -0.0233
Si, 31.2984, 9.5979, 23.0425, -0.0056, 0.0236, 0.0257
Si, 33.9343, 12.2945, 22.9738, 0.004, -0.0342, -0.004
Si, 4.0942, 14.9993, 22.9801, 0.0116, -0.0039, 0.0237
Si, 6.8338, 1.4137, 23.1275, -0.0077, 0.0469, 0.028
Si, 4.0934, 4.1607, 23.072, 0.0165, 0.0507, -0.006
Si, 6.7817, 6.7822, 23.0851, -0.0144, -0.0126, -0.0193
Si, 4.035, 9.491, 23.0017, 0.0255, -0.0253, 0.0055
Si, 6.7421, 12.1965, 22.9623, -0.0123, -0.0279, -0.0234
Si, 9.4833, 14.9561, 23.0936, -0.0002, -0.0025, 0.0037
Si, 12.2419, 1.3687, 23.1381, -0.0019, 0.0435, -0.0038
Si, 9.4605, 3.9963, 23.2318, -0.0272, -0.0479, 0.0159
Si, 12.1989, 6.7637, 23.23, 0.0248, 0.0272, -0.0055
Si, 9.4733, 9.4632, 23.1036, -0.0083, -0.0048, -0.0153
Si, 12.2646, 12.2451, 23.2043, 0.0273, 0.0002, 0.0148
Si, 15.0359, 14.9212, 23.2761, -0.005, 0.0097, -0.0073
Si, 17.7187, 1.3337, 23.3666, 0.0065, -0.0155, 0.0232
Si, 14.9448, 4.0692, 23.2436, -0.0166, 0.0133, -0.0345
Si, 17.6526, 6.7722, 23.2023, -0.0179, 0.0037, -0.0209
Si, 14.891, 9.4574, 23.2359, -0.029, -0.0015, 0.0337
Si, 17.7208, 12.2305, 23.3173, 0.0151, 0.0368, -0.0053
Si, 20.462, 14.9349, 23.2661, 0.0021, 0.0036, 0.0054
Si, 23.1242, 1.3071, 23.1991, -0.0592, -0.0076, 0.005
Si, 20.3819, 4.0331, 23.2478, -0.0048, -0.0112, 0.0248
Si, 23.108, 6.7332, 23.1843, -0.0129, -0.0325, -0.0014
Si, 20.3511, 9.4507, 23.1823, -0.0281, -0.0118, -0.0005
Si, 23.1387, 12.2229, 23.0211, -0.0121, -0.0224, -0.0094
Si, 25.907, 15.0297, 23.0193, 0.0098, -0.03, 0.0183
Si, 28.591, 1.4302, 22.9924, 0.0746, 0.0069, -0.0214
Si, 25.8563, 4.0513, 23.1537, 0.0438, 0.0098, 0.0276
Si, 28.6114, 6.8876, 22.9853, 0.0323, 0.0131, -0.005
Si, 25.8527, 9.4782, 23.0686, -0.0015, -0.0182, 0.0239
Si, 28.573, 12.2651, 22.895, -0.031, 0.001, -0.0279
Si, 32.6895, 0.1238, 24.1784, 0.01, -0.0198, -0.0076
Si, 35.3356, 2.7822, 24.3251, -0.0247, 0.0557, 0.0348
Si, 32.614, 5.5161, 24.2966, -0.0227, 0.0293, 0.0006
Si, 35.3779, 8.1633, 24.4475, 0.0379, 0.0009, -0.0061
Si, 32.6423, 10.9656, 24.4276, -0.0112, 0.0043, 0.0033
Si, 35.2513, 13.7236, 24.2574, -0.0088, 0.0135, -0.0099
Si, 5.4947, -0.0267, 24.3647, 0.0287, -0.0225, -0.0299
Si, 8.1075, 2.6686, 24.7165, 0.0246, -0.0021, 0.0011
Si, 5.4173, 5.5114, 24.5072, -0.0253, -0.0298, -0.0223
Si, 8.1365, 8.0744, 24.4814, 0.0253, -0.0065, 0.0182
Si, 5.3684, 10.8645, 24.314, 0.0402, 0.0067, -0.0406
Si, 8.0895, 13.5028, 24.3219, -0.0114, -0.0193, -0.0095
Si, 10.7895, 0.0723, 24.4306, -0.0142, -0.0272, -0.0242
Si, 13.6252, 2.6425, 24.5673, 0.0086, -0.0487, 0.0072
Si, 10.8098, 5.3802, 24.5537, -0.0267, 0.0169, -0.0016
Si, 13.5213, 8.1047, 24.6662, 0.0395, -0.0074, 0.0028
Si, 10.8252, 10.836, 24.4239, 0.0001, 0.0023, -0.0266
Si, 13.6364, 13.5988, 24.6294, 0.0148, -0.0352, -0.0168
Si, 16.4484, 16.1695, 24.7411, 0.0216, -0.0283, 0.0282
Si, 19.0441, 2.7681, 24.7469, 0.0019, 0.0004, 0.0301
Si, 16.2709, 5.4771, 24.6012, -0.009, 0.0205, 0.0014
Si, 19.0014, 8.0753, 24.6046, 0.034, 0.0286, 0.0068
Si, 16.2646, 10.8297, 24.5623, -0.0353, 0.0254, 0.0245
Si, 19.1596, 13.591, 24.7098, -0.0299, -0.049, 0.0051
Si, 21.8836, 16.2153, 24.6726, 0.0174, 0.0231, 0.0396
Si, 24.5117, 2.6296, 24.5547, 0.0139, 0.0126, 0.0532
Si, 21.7762, 5.3554, 24.6008, 0.0231, 0.0174, 0.0028
Si, 24.5423, 8.0692, 24.4721, 0.0363, 0.004, -0.0103
Si, 21.8178, 10.8302, 24.3737, 0.0134, 0.0133, -0.0026
Si, 24.5265, 13.6291, 24.2743, -0.0101, 0.0328, 0.014
Si, 27.3037, 0.074, 24.3722, -0.0447, -0.0127, 0.026
Si, 29.9179, 2.7755, 24.3904, -0.0329, 0.0058, 0.0164
Si, 27.3212, 5.4975, 24.3256, -0.0371, -0.0131, -0.0195
Si, 29.9069, 8.2776, 24.3961, -0.0556, -0.0582, 0.0069
Si, 27.2441, 10.9419, 24.2743, 0.0511, 0.007, -0.0412
Si, 29.9142, 13.5785, 24.2642, 0.0204, -0.0188, 0.0241
Si, 31.362, 1.397, 25.594, -0.0152, 0.0147, 0.0083
Si, 33.9464, 4.1757, 25.6457, 0.0272, -0.0207, 0.0013
Si, 31.2534, 6.8469, 25.6679, 0.031, 0.0403, -0.017
Si, 34.0312, 9.5782, 25.7398, -0.0166, 0.0585, -0.0039
Si, 31.2641, 12.3718, 25.7557, 0.0134, 0.0165, -0.0036
Si, 33.9476, 15.1378, 25.6269, -0.0179, -0.0355, 0.0111
Si, 4.0696, 1.3533, 25.5844, -0.0017, -0.0348, 0.0529
Si, 7.9657, 5.5022, 27.5206, -0.0402, -0.0289, 0.0123
Si, 4.0842, 6.8644, 25.9292, -0.007, -0.0094, -0.0077
Si, 6.708, 9.4935, 25.6798, -0.059, -0.0042, -0.0122
Si, 3.9326, 12.3035, 25.4968, 0.0056, -0.05, 0.0296
Si, 6.8308, 14.8778, 25.7198, 0.0451, 0.0601, 0.0286
Si, 9.4883, 1.1886, 26.0881, -0.043, -0.0272, 0.0531
Si, 12.1624, 3.9749, 25.8634, 0.0386, 0.0037, 0.0401
Si, 9.3923, 6.6606, 25.9646, 0.0081, -0.0519, 0.0495
Si, 11.9927, 9.4524, 25.8867, -0.0209, 0.0173, -0.0607
Si, 9.449, 12.191, 25.7156, -0.0124, -0.016, -0.057
Si, 12.1641, 15.0799, 25.7342, 0.0208, -0.0558, -0.0393
Si, 15.0408, 1.2817, 25.943, -0.0214, -0.0103, -0.038
Si, 17.6208, 4.2619, 26.0726, 0.0102, 0.001, 0.0848
Si, 14.9084, 6.7535, 26.0795, -0.0021, -0.0085, -0.0043
Si, 17.5756, 9.4581, 25.9392, 0.0684, 0.0166, -0.0009
Si, 14.85, 12.0579, 26.005, -0.3143, -0.1862, -0.4194
Si, 17.8876, 14.8751, 26.2643, -0.0129, 0.0035, 0.0941
Si, 20.4725, 1.2864, 25.9784, 0.0283, -0.0083, 0.0478
Si, 23.1131, 3.9407, 25.9599, -0.3344, -0.3117, -0.3867
Si, 20.4246, 6.723, 25.9765, 0.0064, 0.0181, 0.0195
Si, 23.1968, 9.4975, 25.7251, -0.0461, -0.0061, 0.0121
Si, 20.6588, 12.1955, 25.8881, -0.0064, 0.0222, 0.0364
Si, 23.4024, 14.8057, 25.959, -0.0473, 0.0101, -0.0098
Si, 25.9337, 1.247, 25.8844, -0.0071, -0.0778, -0.0446
Si, 28.5786, 4.1562, 25.7611, 0.0241, -0.0326, -0.0059
Si, 26.0612, 6.8142, 25.7738, 0.0156, 0.0137, 0.0354
Si, 28.6053, 9.7729, 25.729, 0.0798, 0.0646, 0.0332
Si, 25.8872, 12.2886, 25.5738, -0.0823, -0.0651, -0.0103
Si, 28.6238, 14.9413, 25.6384, 0.0178, 0.0209, 0.0047
Si, 30.0164, 0.6784, 28.7151, 0.1649, -0.3276, -0.5651
Si, 32.5679, 2.8479, 26.998, -0.0292, 0.0316, 0.0173
Si, 29.872, 5.6004, 27.1242, -0.0702, -0.0461, -0.021
Si, 32.6188, 8.2234, 26.9917, -0.0391, -0.0585, 0.0362
Si, 29.9469, 11.0873, 27.228, 0.2937, -0.3718, -0.3936
Si, 32.1792, 14.2343, 26.87, -0.2025, 0.1337, -0.4776
Si, 35.277, 0.19, 26.9894, -0.0026, -0.0287, 0.0172
Si, 5.2078, 2.6998, 27.0756, -0.3085, 0.3573, -0.3445
Si, 35.2938, 5.4233, 27.1363, 0.0216, 0.0326, 0.042
Si, 5.4021, 8.3433, 27.276, -0.019, 0.0316, 0.0422
Si, 35.3449, 11.0368, 27.0236, 0.3193, -0.2563, -0.2149
Si, 5.2375, 13.6189, 26.8626, -0.003, 0.0069, 0.0097
Si, 8.6729, 15.4325, 27.1517, 0.1832, 0.1017, -0.5091
Si, 10.7889, 2.7269, 27.3501, -0.0127, -0.0526, -0.02
Si, 6.6822, 4.1734, 25.9737, -0.0266, -0.0423, 0.0701
Si, 10.5756, 8.1821, 27.283, 0.0338, 0.0553, 0.0235
Si, 8.0213, 10.849, 27.0341, 0.037, 0.052, 0.0817
Si, 10.5568, 13.867, 26.9033, 0.0028, 0.0252, 0.0576
Si, 13.3725, 0.1931, 27.1795, -0.0438, 0.0834, 0.0167
Si, 16.2723, 2.7561, 27.3185, 0.0427, -0.0246, -0.0093
Si, 13.548, 5.2028, 27.3048, 0.4275, -0.2623, -0.3711
Si, 16.1096, 8.286, 27.4794, -0.0177, -0.0018, 0.0197
Si, 13.2178, 10.8859, 27.2288, -0.0661, 0.0546, 0.0006
Si, 16.6945, 13.7228, 27.9859, 0.3928, 0.2234, -0.4148
Si, 19.301, -0.0211, 27.5234, -0.172, 0.0489, -0.6434
Si, 21.9385, 2.4782, 27.3326, -0.0126, 0.015, -0.6686
Si, 18.932, 5.7297, 27.5332, 0.0044, 0.0251, 0.0409
Si, 21.6395, 8.393, 27.0921, 0.2293, -0.2622, -0.6817
Si, 19.3598, 10.6067, 26.9815, -0.2076, 0.1871, -0.7129
Si, 22.5766, 12.9293, 27.1505, -0.0181, -0.0076, 0.0052
Si, 25.2192, 15.2875, 29.5151, 0.2232, 0.0329, -0.5958
Si, 26.8248, 3.1085, 26.976, 0.0375, 0.1108, 0.0612
Si, 25.4835, 5.092, 27.2898, 0.5059, -0.1284, -0.4153
Si, 27.1853, 8.4508, 26.9991, -0.0514, 0.0155, 0.0372
Si, 24.2685, 11.2183, 26.8736, -0.148, 0.2525, -0.459
Si, 26.9359, 13.8893, 26.8954, -0.036, 0.0229, 0.0907
Si, 30.4379, 15.9083, 26.7524, 0.0721, -0.0525, 0.0644
Si, 34.248, 1.8779, 28.2908, 0.0153, 0.0309, 0.083
Si, 31.4183, 4.3983, 28.4069, -0.1707, -0.302, -0.6072
Si, 33.6832, 6.6202, 28.3177, 0.2506, 0.169, -0.7071
Si, 31.1685, 9.4163, 28.3832, 0.0344, 0.2756, -0.6746
Si, 33.9931, 13.1538, 28.9675, 0.0255, 0.0041, -0.1095
Si, 3.8443, 14.9534, 28.2082, -0.0107, -0.0122, -0.6504
Si, 5.719, 15.8168, 30.6355, -0.0856, 0.0438, -0.0803
Si, 3.3659, 3.5076, 28.3241, -0.0069, -0.0939, -0.0021
Si, 7.0203, 7.4453, 28.7448, 0.0437, 0.0288, 0.0129
Si, 4.5425, 10.323, 28.3082, 0.2534, 0.0303, -0.6253
Si, 6.3122, 11.9852, 28.0904, -0.2921, -0.3015, -0.4957
Si, 10.7719, 13.6296, 30.6052, 0.0329, 0.0959, -0.0929
Si, 12.5737, 1.8828, 28.6302, 0.1939, 0.1327, -0.3773
Si, 9.2473, 3.86, 28.727, -0.1169, 0.1409, -0.6902
Si, 11.9828, 7.3187, 28.9328, -0.4177, 0.2888, -0.3768
Si, 8.7875, 9.138, 28.4761, -0.3087, -0.1857, -0.476
Si, 12.1259, 12.7151, 28.2795, -0.3133, -0.1418, -0.5721
Si, 14.1724, 15.0632, 28.7595, -0.225, 0.4135, -0.3741
Si, 17.8987, 2.3235, 28.9733, 0.0272, 0.4189, -0.3956
Si, 14.4491, 3.4822, 28.599, -0.2443, -0.1919, -0.5374
Si, 17.7998, 7.4655, 28.9213, -0.1107, -0.1661, -0.7105
Si, 14.337, 9.424, 28.6774, 0.1062, 0.1431, -0.6354
Si, 17.2208, 12.5104, 30.8712, 0.0536, -0.0327, -0.139
Si, 20.9178, 15.4995, 29.9327, 0.0356, 0.1109, -0.0504
Si, 23.1263, 1.2107, 29.8073, -0.1146, 0.0119, -0.0508
Si, 19.6764, 3.9787, 28.9544, -0.6439, 0.1107, -0.3592
Si, 20.3344, 5.0461, 31.9509, 0.6223, 0.2722, 0.0823
Si, 18.9922, 10.3365, 29.8005, -0.0793, -0.0058, 0.0296
Si, 22.9363, 13.2392, 29.4461, -0.0755, -0.0544, -0.561
Si, 25.3079, 15.6286, 27.1716, -0.0086, 0.0147, -0.0417
Si, 27.9897, 2.9119, 28.9593, -0.487, -0.0728, -0.421
Si, 23.1654, 8.0756, 29.8516, 0.0192, 0.129, 0.0219
Si, 28.8238, 7.4063, 28.2502, 0.0195, -0.1484, -0.7207
Si, 25.7739, 9.3073, 28.7202, 0.1995, -0.0882, -0.5431
Si, 27.898, 12.9813, 28.8794, 0.1397, 0.6432, -0.1041
Si, 33.5127, 12.7813, 34.7367, 0.1185, -0.0115, 0.0101
Si, 31.1345, 3.2194, 31.3527, 0.0145, 0.0368, -0.007
Si, 33.574, 7.2051, 31.2655, 0.03, -0.1124, -0.0919
Si, 7.8165, 14.0368, 29.8407, -0.0132, 0.0376, -0.2556
Si, 22.4549, 12.8124, 1.9398, -0.0928, 0.0691, 0.0538
Si, 4.9378, 10.385, 36.5085, 0.4112, -0.3125, -0.1567
Si, 4.7425, 0.8756, 38.6604, -0.3688, -0.0048, 0.405
Si, 12.415, 16.0785, 30.7587, -0.0356, 0.1552, 0.0173
Si, 3.6932, 6.1262, 32.131, 0.0785, 0.0527, 0.0561
Si, 8.7089, 6.9333, 32.7286, -0.0692, 0.0699, -0.0804
Si, 15.0592, 3.5054, 33.785, -0.1338, -0.0888, -0.0108
Si, 11.7261, 0.4747, 36.8509, 0.0799, -0.0739, -0.0286
Si, 12.9247, 7.885, 34.0552, 0.1111, 0.032, -0.0238
Si, 17.5164, 6.214, 31.8211, -0.0275, 0.0428, 0.0197
Si, 4.3965, 3.5506, 30.3911, -0.3405, -0.0549, -0.4774
Si, 22.575, 5.9173, 31.9652, -0.6668, -0.2213, 0.0006
Si, 4.0047, 11.3185, 31.1547, -0.1174, 0.0745, -0.1418
Si, 19.6318, 5.1037, 36.2742, 0.0559, 0.0458, -0.1012
Si, 23.0553, 11.4435, 37.3373, 0.0186, 0.0727, 0.2044
Si, 28.9394, 15.3538, 34.9533, -0.0089, 0.0546, -0.0702
Si, 12.5786, 4.974, 33.2278, 0.0803, -0.0789, -0.0389
Si, 21.2726, 2.6848, 33.8005, -0.096, -0.0216, 0.0057
Si, 20.3268, 10.633, 35.948, -0.0459, -0.0566, 0.0461
Si, 16.1067, 3.4376, 31.1832, 0.0161, -0.0367, -0.1082
Si, 21.1395, 12.3493, 33.5504, -0.0215, -0.0443, -0.0655
Si, 26.1603, 1.6405, 33.6521, -0.1259, 0.1274, -0.1051
Si, 26.8949, 3.4462, 36.0383, 0.1525, -0.0514, 0.0512
Si, 23.8873, 12.8994, 34.882, -0.0539, -0.0102, 0.1207
Si, 16.2345, 9.6922, 36.2883, 0.0238, -0.0181, -0.1215
Si, 29.8272, 3.5916, 37.2701, -0.0589, 0.0123, 0.1259
Si, 31.4326, 7.5773, 34.8783, -0.0071, 0.1567, 0.0739
Si, 5.0756, 4.6036, 34.2883, -0.1514, 0.0525, 0.0742
Si, 27.9421, 5.4656, 32.4139, 0.0492, -0.0407, 0.0312
Si, 32.3746, 10.1515, 35.8422, -0.0494, 0.0019, -0.083
Si, 28.2754, 14.8664, 30.1985, -0.0429, -0.7362, -0.4057
Si, 30.8128, 1.0423, 36.0508, 0.0089, -0.0568, -0.0248
Si, 32.9324, 15.0988, 36.6554, 0.2165, 0.0971, -0.0857
Si, 6.6337, 0.8264, 34.7855, -0.1139, -0.0669, -0.08
Si, 13.3567, 10.3305, 38.9419, 0.0407, -0.056, 0.568
Si, 33.2683, 2.5231, 35.9863, -0.0139, 0.01, -0.0906
Si, 32.3584, 5.2202, 36.3903, -0.0665, -0.1109, 0.057
Si, 32.875, 1.2437, 30.1087, 0.3151, 0.2569, -0.4041
Si, 4.7317, 1.9712, 32.7833, 0.072, -0.0553, -0.023
Si, 10.7178, 12.1544, 37.8245, 0.177, -0.005, 0.4364
Si, 6.489, 9.8246, 32.2411, -0.0918, -0.4986, -0.3686
Si, 12.0302, 10.5795, 32.7796, 0.1217, -0.0211, -0.0063
Si, 5.5981, 2.9881, 36.5449, -0.0527, 0.0367, -0.1235
Si, 4.4465, 15.1628, 35.8252, -0.0226, 0.1961, -0.0858
Si, 6.7791, 2.22, 29.5643, 0.0076, 0.0032, -0.0786
Si, 24.8566, 15.8584, 37.8018, 0.0176, -0.1121, 0.0328
Si, 13.4488, 8.2331, 36.9398, -0.0986, -0.0828, 0.0335
Si, 18.2398, 10.4854, 38.2874, 0.2984, -0.1604, 0.5714
Si, 12.3506, 12.5746, 35.1092, -0.1207, 0.0234, -0.0342
Si, 8.5115, 10.3788, 37.0303, 0.0945, -0.0307, 0.0806
Si, 17.5149, 2.9837, 35.3288, 0.2015, -0.0335, 0.0608
Si, 15.8788, 7.722, 0.0998, -0.3826, -0.2035, 0.468
Si, 25.8473, 15.3738, 34.9301, 0.0067, 0.0168, 0.1345
Si, 25.2883, 9.8208, 38.4559, -0.3737, -0.0339, 0.6388
Si, 9.3459, 15.5644, 35.0792, -0.0776, 0.0825, 0.0887
Si, 10.7763, 5.5195, 31.005, -0.0048, 0.0925, -0.0953
Si, 23.7364, 3.0028, 32.1603, 0.0217, -0.0452, 0.0562
Si, 24.0082, 5.1976, 38.4486, 0.0964, -0.5323, 0.4483
Si, 22.1542, 3.7232, 36.6666, -0.1083, -0.0909, -0.0495
Si, 28.2435, 2.4566, 31.867, 0.0403, 0.1385, -0.0091
Si, 30.4215, 14.1233, 32.5009, 0.0495, 0.0822, -0.1982
Si, 30.9156, 5.9454, 32.2755, 0.0962, -0.0801, -0.0048
Si, 33.4376, 15.4088, 32.1847, -0.0853, -0.1201, 0.0513
Si, 27.0113, 10.9022, 30.9334, -0.0253, 0.1136, 0.0739
Si, 27.1084, 5.6448, 29.748, -0.0673, -0.0973, -0.2087
Si, 33.7287, 11.7074, 31.7757, -0.3719, -0.3615, -0.1607
Si, 18.4981, 6.0803, 38.761, 0.5163, 0.5373, 0.3068
Si, 28.9346, 13.0985, 36.7953, 0.0327, -0.1076, -0.1176
Si, 35.5257, 15.8117, 38.2269, -0.093, 0.2588, 0.7949
Si, 29.3222, 2.7206, 0.11, 0.1853, -0.359, 0.3218
Si, 34.9966, 0.6239, 34.3034, 0.0355, -0.1375, -0.0892
Si, 6.5914, 9.1068, 35.3865, -0.4603, 0.4164, 0.4086
Si, 29.9022, 8.9787, 36.9396, 0.078, 0.0061, -0.0595
Si, 7.1846, 5.1948, 38.0688, -0.0793, 0.075, -0.0476
Si, 6.2399, 7.6944, 31.1297, 0.1426, 0.5048, -0.3546
Si, 9.3286, 9.7876, 31.5484, -0.02, -0.0874, -0.0392
Si, 31.3931, 13.234, 38.3166, -0.1173, 0.0193, 0.0501
Si, 3.694, 14.0486, 31.9312, 0.0702, 0.0863, -0.0577
Si, 8.264, 13.3443, 36.9235, 0.0189, 0.0672, 0.0084
Si, 7.3807, 6.3113, 35.3206, -0.0278, -0.0116, -0.0124
Si, 36.5788, 12.6194, 34.737, -0.1313, 0.0454, -0.0123
Si, 16.6731, 1.2881, 37.6546, -0.1475, -0.0987, -0.0719
Si, 12.6883, 3.1944, 35.4931, 0.0701, 0.0666, 0.0807
Si, 14.775, 12.2348, 36.7443, 0.0566, 0.0932, 0.0268
Si, 14.4536, 15.2888, 37.6818, -0.0894, -0.0263, 0.673
Si, 15.9329, 8.4869, 33.4835, 0.0046, -0.0147, -0.0678
Si, 11.5078, 14.7183, 33.1805, 0.0678, 0.0426, -0.0362
Si, 23.749, 7.7528, 34.2737, -0.031, 0.0723, 0.0369
Si, 12.9869, 5.3272, 37.8949, -0.1628, -0.062, 0.0446
Si, 26.4703, 6.229, 34.973, 0.0392, 0.0922, -0.0495
Si, 14.8806, 10.7717, 31.4995, -0.0875, -0.1077, 0.0748
Si, 22.3344, 0.9049, 37.7433, -0.0216, -0.1285, -0.0152
Si, 19.504, -0.0578, 37.2342, -0.0017, -0.1906, 0.0665
Si, 26.0326, 2.3332, 38.6995, -0.1569, 0.2982, 0.432
Si, 19.1027, 0.4547, 34.4052, 0.1167, 0.0499, 0.0025
Si, 21.09, 7.7588, 35.975, -0.0864, -0.1525, -0.0438
Si, 29.7809, 11.0132, 32.5194, -0.094, 0.1261, 0.0008
Si, 19.1451, 14.5122, 32.248, 0.1307, -0.0393, 0.0548
Si, 21.9406, 10.6889, 30.9887, -0.0631, 0.0514, 0.0218
Si, 26.5502, 6.9735, 37.7881, 0.0569, -0.1074, 0.0693
Si, 25.4234, 10.408, 33.6325, 0.1748, -0.0887, -0.0739
Si, 32.3233, 9.9584, 31.2951, 0.2683, 0.5605, -0.0602
Si, 28.1906, 10.6735, 35.1397, -0.0256, 0.0145, -0.1042
Si, 34.7697, 9.9037, 37.7838, 0.0519, 0.1456, 0.1121
Si, 31.286, 1.3561, 9.4988, -0.0025, 0.0126, 0.0134
Si, 1.3751, 4.1081, 9.4988, -0.0096, -0.0066, 0.0047
Si, 31.2996, 6.8303, 9.4863, 0.0044, 0.0094, 0.0017
Si, 1.4026, 9.5461, 9.4544, -0.0141, -0.0148, 0.0041
Si, 31.3156, 12.2196, 9.4805, -0.0254, -0.0236, 0.0102
Si, 1.3956, 14.9455, 9.4483, 0.0169, 0.0094, -0.0073
Si, 4.128, 1.3693, 9.476, 0.0202, 0.0172, 0.0115
Si, 6.8208, 4.0885, 9.4676, -0.0047, -0.0143, -0.0064
Si, 4.1218, 6.8374, 9.4746, -0.0096, 0.0204, 0.0007
Si, 6.8119, 9.5336, 9.4637, 0.0037, 0.0196, -0.0038
Si, 4.1044, 12.2445, 9.4308, 0.0018, -0.0032, 0.0027
Si, 6.8315, 14.9449, 9.4694, -0.0147, 0.0021, 0.0049
Si, 9.52, 1.351, 9.5113, -0.0166, -0.0147, -0.0106
Si, 12.2485, 4.0765, 9.5393, 0.0197, 0.0083, -0.0035
Si, 9.516, 6.8159, 9.4803, 0.0025, 0.0094, -0.0105
Si, 12.2328, 9.5256, 9.5486, -0.0048, -0.0041, -0.0018
Si, 9.5409, 12.2565, 9.5065, 0.0052, 0.0129, 0.0074
Si, 12.2325, 14.9756, 9.5312, 0.008, 0.0073, 0.0008
Si, 14.9449, 1.3574, 9.553, 0.0071, 0.0011, 0.0028
Si, 17.666, 4.0696, 9.5599, -0.0061, -0.0065, 0.0041
Si, 14.9665, 6.7874, 9.5712, 0.008, 0.0014, -0.0021
Si, 17.6748, 9.516, 9.5872, 0.0115, 0.0068, -0.0073
Si, 14.926, 12.2402, 9.5894, -0.0282, -0.031, 0.0024
Si, 17.6536, 14.9533, 9.5857, -0.0078, 0.008, 0.0019
Si, 20.3821, 1.3698, 9.5807, 0.0243, 0.0199, 0.0015
Si, 23.1025, 4.0942, 9.575, 0.0156, 0.0031, 0.0135
Si, 20.3785, 6.7828, 9.562, -0.0017, -0.0053, -0.0006
Si, 23.0926, 9.4979, 9.5365, -0.009, -0.0042, -0.0089
Si, 20.3932, 12.2139, 9.5354, 0.0085, 0.0086, -0.0006
Si, 23.1011, 14.9379, 9.5315, -0.016, -0.0134, -0.0034
Si, 25.8146, 1.3536, 9.5296, -0.0044, -0.0164, -0.001
Si, 28.556, 4.053, 9.5128, -0.0346, -0.0098, -0.0077
Si, 25.8223, 6.8069, 9.5213, -0.0006, -0.0139, 0.0038
Si, 28.5575, 9.5213, 9.505, 0.013, 0.0109, 0.0116
Si, 25.8175, 12.24, 9.5354, 0.0181, 0.0055, -0.0038
Si, 28.5676, 14.9584, 9.5176, 0.0146, 0.0107, -0.0051
Si, 29.92, 0.0093, 10.8652, -0.0079, 0.0145, 0.003
Si, 32.6566, 2.7271, 10.8398, 0.0001, -0.0102, 0.0016
Si, 29.9239, 5.4524, 10.8328, 0.0072, -0.0037, -0.0087
Si, 32.6719, 8.1886, 10.827, -0.0076, 0.0074, 0.0046
Si, 29.9322, 10.8817, 10.847, 0.0167, -0.0063, 0.0046
Si, 32.6685, 13.6025, 10.8259, 0.002, -0.0014, -0.0057
Si, 2.748, 0.0014, 10.8146, -0.0121, 0.0072, -0.0089
Si, 5.4758, 2.7282, 10.8429, 0.0006, -0.0142, 0.009
Si, 2.7464, 5.4757, 10.8322, -0.0135, 0.016, 0.0023
Si, 5.4772, 8.1773, 10.8467, 0.01, -0.0269, 0.0084
Si, 2.7529, 10.9022, 10.8207, -0.0028, 0.0002, -0.0031
Si, 5.4625, 13.5914, 10.8205, 0.0043, -0.0044, -0.0073
Si, 8.1712, -0.0161, 10.8613, 0.0029, 0.0088, 0.0055
Si, 10.8869, 2.7068, 10.8803, 0.0037, -0.0051, -0.0013
Si, 8.1789, 5.4411, 10.8445, 0.0005, -0.0024, -0.0004
Si, 10.8705, 8.154, 10.8802, 0.0027, 0.0049, -0.0056
Si, 8.1728, 10.8853, 10.844, 0.0022, -0.0109, -0.0084
Si, 10.8902, 13.6029, 10.8895, -0.0051, -0.0008, 0.0001
Si, 13.5904, -0.0001, 10.9097, -0.0129, 0.0053, 0.0015
Si, 16.3085, 2.7097, 10.9173, 0.0049, -0.0041, 0.0042
Si, 13.6034, 5.4253, 10.9164, 0.0063, -0.0085, 0.0019
Si, 16.3136, 8.1514, 10.9361, 0.0006, 0.0016, 0.0002
Si, 13.5831, 10.8693, 10.9346, -0.0055, 0.0154, 0.0049
Si, 16.3002, 13.5922, 10.9403, -0.0048, 0.0022, -0.0018
Si, 19.0201, -0.0009, 10.9291, 0.0008, -0.0025, -0.0016
Si, 21.7404, 2.7289, 10.9287, -0.0055, 0.0049, 0.0089
Si, 19.0208, 5.4279, 10.9249, 0.0063, -0.005, 0.0026
Si, 21.7364, 8.1504, 10.912, 0.009, -0.0036, 0.0032
Si, 19.0396, 10.8752, 10.9275, -0.0016, -0.0121, -0.0024
Si, 21.7402, 13.5834, 10.8974, 0.0065, -0.0004, 0.0011
Si, 24.4534, -0.0086, 10.8865, -0.0093, 0.0214, 0.0048
Si, 27.1879, 2.7099, 10.8798, 0.0191, -0.0008, 0.0027
Si, 24.469, 5.4581, 10.9066, -0.0097, -0.0008, -0.002
Si, 27.1906, 8.1668, 10.8673, -0.0022, 0.0092, -0.0048
Si, 24.4504, 10.8742, 10.8845, 0.0008, 0.016, 0.0065
Si, 27.1933, 13.6021, 10.8729, -0.0024, -0.001, 0.001
Si, 31.2991, 14.962, 12.1914, -0.0027, 0.0148, 0.0011
Si, 34.0252, 1.3621, 12.1808, -0.0075, 0.0042, 0.0071
Si, 31.2859, 4.0912, 12.1895, 0.0022, -0.0138, 0.0024
Si, 34.0219, 6.8248, 12.1916, -0.0013, -0.0094, -0.0019
Si, 31.2952, 9.5257, 12.1964, -0.0069, -0.0032, 0.0028
Si, 1.3891, 12.2526, 12.188, 0.0034, -0.0041, -0.0023
Si, 4.1111, 14.9658, 12.1801, 0.0035, 0.0007, -0.0064
Si, 6.828, 1.365, 12.2115, 0.004, 0.0076, 0.0029
Si, 4.104, 4.0965, 12.1849, -0.0008, -0.0011, -0.0117
Si, 6.8292, 6.8081, 12.2068, -0.0063, 0.017, -0.0035
Si, 4.1076, 9.5404, 12.19, -0.0014, 0.0015, -0.0006
Si, 6.8202, 12.2457, 12.2049, -0.0027, -0.0027, -0.0013
Si, 9.5338, 14.9618, 12.2436, 0.0069, 0.0013, 0.0005
Si, 12.2415, 1.361, 12.2658, 0.0053, -0.0027, 0.0018
Si, 9.5363, 4.0854, 12.2246, 0.0028, 0.0055, -0.0043
Si, 12.2402, 6.8004, 12.2527, 0.0002, -0.0008, -0.0013
Si, 9.5245, 9.5292, 12.2296, -0.0091, 0.0015, -0.0005
Si, 12.2352, 12.2464, 12.2744, -0.0066, -0.0014, 0.0016
Si, 14.9468, 14.9625, 12.285, -0.0021, 0.0044, -0.0017
Si, 17.6634, 1.3567, 12.2887, -0.0028, 0.0089, 0.002
Si, 14.9578, 4.0689, 12.2843, -0.0009, -0.0013, 0.0038
Si, 17.6687, 6.7881, 12.2933, -0.003, 0.0023, -0.0032
Si, 14.9535, 9.5125, 12.2898, -0.0048, 0.0012, -0.0041
Si, 17.6697, 12.2289, 12.2866, 0.0076, 0.0058, -0.0013
Si, 20.3821, 14.9444, 12.2678, 0.0019, -0.006, 0.0014
Si, 23.0979, 1.3476, 12.2601, -0.0032, -0.0088, 0.0063
Si, 20.3761, 4.0766, 12.2909, 0.002, -0.0043, 0.0035
Si, 23.0977, 6.8, 12.2713, 0.0098, -0.0069, 0.0043
Si, 20.3846, 9.5062, 12.2851, 0.0008, 0.0094, 0.001
Si, 23.0943, 12.2258, 12.2588, -0.0033, -0.0045, 0.0037
Si, 25.8228, 14.9544, 12.2363, 0.0104, -0.0024, -0.0013
Si, 28.5528, 1.3582, 12.2291, -0.0018, -0.0196, 0.0044
Si, 25.8276, 4.0769, 12.2393, 0.001, 0.0023, -0.0009
Si, 28.5559, 6.7986, 12.2059, -0.0065, -0.0044, 0.002
Si, 25.8219, 9.5195, 12.2327, 0.0028, -0.0026, 0.0041
Si, 28.5612, 12.2388, 12.2112, 0.0145, 0.0098, -0.0017
Si, 32.6563, 0.0137, 13.5429, 0.0065, -0.0079, -0.0018
Si, 2.7426, 2.7301, 13.5385, -0.0032, -0.0063, 0.0009
Si, 32.6528, 5.4552, 13.5379, -0.0061, 0.0068, -0.0008
Si, 2.7466, 8.1794, 13.5453, -0.0024, 0.0041, 0.0007
Si, 32.6574, 10.8958, 13.5393, -0.0087, 0.003, -0.0019
Si, 2.7497, 13.6142, 13.5455, -0.0058, 0.0078, -0.0024
Si, 5.4663, 0.0007, 13.5579, -0.0066, 0.0023, 0.0005
Si, 8.1889, 2.7161, 13.5821, -0.0021, -0.0132, 0.0049
Si, 5.466, 5.446, 13.5535, 0.0044, -0.0022, 0.001
Si, 8.1797, 8.1609, 13.5865, 0.0067, -0.0156, 0.0028
Si, 5.4662, 10.8878, 13.5647, 0.0027, -0.0032, -0.0033
Si, 8.1786, 13.5921, 13.5898, -0.0029, -0.0005, 0.0003
Si, 10.8963, -0.0094, 13.6191, -0.0042, 0.0064, 0.0031
Si, 13.6035, 2.7075, 13.6416, -0.0015, -0.0027, 0.0028
Si, 10.8939, 5.4311, 13.6083, 0.0018, -0.0041, -0.0009
Si, 13.5966, 8.1459, 13.6382, 0.0023, 0.0016, 0.0005
Si, 10.8809, 10.8746, 13.6164, -0.0011, 0.0044, -0.0014
Si, 13.5998, 13.5954, 13.6437, -0.0058, -0.0058, 0.001
Si, 16.3096, -0.0052, 13.65, 0.0019, -0.001, -0.0022
Si, 19.0175, 2.716, 13.6525, 0.004, 0.0005, -0.001
Si, 16.3119, 5.4266, 13.6538, 0.0024, -0.0043, 0.0031
Si, 19.0236, 8.1511, 13.6525, 0.0054, -0.0003, 0.0023
Si, 16.3152, 10.8686, 13.6522, -0.0003, -0.005, 0.0025
Si, 19.0252, 13.592, 13.6429, -0.0054, 0.0035, -0.0011
Si, 21.7356, -0.0093, 13.6251, 0.0009, 0.0052, 0.0004
Si, 24.4575, 2.7207, 13.602, 0.0024, -0.0019, -0.0034
Si, 21.7351, 5.4427, 13.6368, -0.0001, 0.0011, 0.0013
Si, 24.4602, 8.1688, 13.6104, -0.0011, 0.0092, -0.004
Si, 21.7391, 10.8728, 13.6358, 0.0048, 0.0032, 0.0054
Si, 24.4557, 13.5973, 13.6011, -0.0027, 0.0004, -0.0017
Si, 27.1815, 0.0042, 13.5831, 0.0051, 0.0141, 0.0058
Si, 29.9213, 2.7371, 13.5572, -0.0142, 0.0086, -0.0007
Si, 27.1904, 5.4491, 13.577, 0.0088, -0.002, -0.0013
Si, 29.9213, 8.1662, 13.5502, 0.0146, 0.001, -0.0027
Si, 27.1866, 10.8878, 13.575, 0.0004, 0.0006, -0.0104
Si, 29.9224, 13.6125, 13.5516, -0.001, -0.0042, -0.0009
Si, 31.2911, 1.3772, 14.9008, 0.0017, -0.0024, 0.001
Si, 34.017, 4.0946, 14.8912, -0.0024, -0.0022, 0.0017
Si, 31.2851, 6.8071, 14.899, -0.0099, -0.0068, 0.004
Si, 34.0187, 9.5381, 14.8922, -0.0033, 0.0026, -0.0065
Si, 31.287, 12.2503, 14.894, 0.0061, 0.0026, -0.0022
Si, 34.0229, 14.9779, 14.8948, -0.0022, 0.0016, -0.0008
Si, 4.1045, 1.3716, 14.9018, 0.0064, -0.001, -0.0027
Si, 6.8252, 4.0872, 14.9201, 0.0023, 0, -0.0062
Si, 4.1083, 6.8151, 14.9007, -0.0025, -0.0029, -0.0027
Si, 6.8225, 9.5289, 14.9361, -0.0122, 0.0031, -0.0027
Si, 4.1099, 12.2586, 14.9117, 0.0024, -0.0042, -0.0058
Si, 6.8266, 14.9679, 14.9346, 0.0039, 0.0005, -0.0027
Si, 9.5474, 1.3643, 14.9637, 0.0124, 0.0026, 0.0007
Si, 12.2506, 4.0785, 14.9907, -0.0003, 0.0009, 0.0016
Si, 9.5397, 6.8024, 14.9557, -0.0017, 0.0143, 0.0007
Si, 12.2443, 9.5193, 14.9862, -0.0078, 0.0065, -0.0024
Si, 9.5341, 12.2403, 14.9751, -0.0002, -0.0068, 0.0028
Si, 12.2531, 14.9604, 15.0036, 0.0009, -0.0015, -0.0017
Si, 14.9595, 1.3518, 15.0174, -0.0007, 0.0035, -0.0023
Si, 17.6644, 4.0698, 15.0266, -0.0003, -0.0003, 0.001
Si, 14.9546, 6.7887, 15.0128, -0.0021, -0.0041, -0.0021
Si, 17.6661, 9.507, 15.0218, 0.0024, -0.0012, 0.0013
Si, 14.9604, 12.2357, 15.0089, -0.0033, 0.0133, -0.0013
Si, 17.6691, 14.9515, 15.0085, 0.0006, 0.0016, 0.0019
Si, 20.3772, 1.3457, 14.9974, -0.0037, -0.0053, 0.0057
Si, 23.0936, 4.0699, 14.9753, 0.0012, -0.0042, 0.0009
Si, 20.3756, 6.7881, 15.0137, 0.0008, 0.0024, -0.0009
Si, 23.0949, 9.5093, 14.9893, 0.0092, 0.0001, 0.0039
Si, 20.3768, 12.2265, 15.0031, -0.0004, -0.0044, -0.0023
Si, 23.0939, 14.9478, 14.9767, 0.0036, -0.0035, -0.0007
Si, 25.8168, 1.358, 14.9491, 0.0069, -0.006, 0.0014
Si, 28.553, 4.0884, 14.9205, 0.0038, -0.0044, 0.0056
Si, 25.8229, 6.7982, 14.9471, -0.0059, -0.0039, 0.0014
Si, 28.5503, 9.5195, 14.913, -0.0016, 0.0011, -0.0007
Si, 25.8166, 12.2339, 14.9477, 0.0101, 0.0034, -0.0025
Si, 28.5541, 14.966, 14.9186, -0.0039, -0.0006, -0.0018
Si, 29.9169, 0.0249, 16.2545, -0.0031, 0.0013, 0.0038
Si, 32.6528, 2.7436, 16.2546, -0.0006, 0.0035, 0.0056
Si, 29.918, 5.4545, 16.2617, -0.0046, -0.0005, -0.0014
Si, 32.6511, 8.1776, 16.2369, 0.0016, 0.0068, -0.0029
Si, 29.9173, 10.892, 16.2459, 0.0011, 0.0091, -0.0043
Si, 32.6493, 13.6192, 16.2358, -0.0037, 0.002, -0.0054
Si, 2.741, 0.018, 16.2569, -0.0093, -0.0046, -0.004
Si, 5.4668, 2.7252, 16.2672, -0.0042, -0.0091, 0.0029
Si, 2.7427, 5.4555, 16.2449, 0.0085, 0.0024, 0.002
Si, 5.4645, 8.1602, 16.2782, -0.0029, -0.002, 0.0047
Si, 2.741, 10.8936, 16.2477, -0.003, 0.0004, -0.0005
Si, 5.4678, 13.6087, 16.2876, 0.0016, 0.0063, 0.0002
Si, 8.1951, -0.0065, 16.3083, -0.0043, 0.0073, -0.0009
Si, 10.9053, 2.7087, 16.3479, -0.003, -0.0052, 0.0046
Si, 8.1839, 5.4308, 16.2982, -0.0038, -0.0078, -0.0006
Si, 10.8928, 8.1516, 16.3381, 0.0086, -0.0033, 0.0005
Si, 8.1765, 10.8729, 16.3235, 0.0011, -0.0061, 0.0078
Si, 10.9008, 13.5888, 16.3522, 0.0006, 0, 0.0011
Si, 13.616, -0.013, 16.3848, -0.0014, 0.0018, 0.0035
Si, 16.3127, 2.7053, 16.3933, -0.0026, -0.0068, 0.0049
Si, 13.6046, 5.4241, 16.3763, 0.0029, -0.0005, 0.0052
Si, 16.3134, 8.1402, 16.3874, -0.0074, 0.0031, 0.0015
Si, 13.6057, 10.8672, 16.3631, 0.0004, -0.0074, -0.0062
Si, 16.3163, 13.594, 16.3786, 0.0051, -0.0066, -0.0047
Si, 19.0238, -0.0095, 16.3737, -0.0029, -0.001, 0.0021
Si, 21.7318, 2.7153, 16.3481, 0.0068, 0.0021, -0.0044
Si, 19.0211, 5.4297, 16.3902, 0.0061, 0.003, 0.0032
Si, 21.7327, 8.1522, 16.3645, -0.0054, 0.0025, 0.0013
Si, 19.0221, 10.872, 16.382, 0.0074, 0.006, 0.0021
Si, 21.7345, 13.5928, 16.353, -0.0015, -0.0005, -0.0041
Si, 24.4506, 0.0043, 16.3178, -0.0042, 0.003, -0.004
Si, 27.178, 2.7383, 16.2792, -0.0008, 0.001, -0.0011
Si, 24.4533, 5.4437, 16.3132, 0.0094, -0.0012, -0.0065
Si, 27.1859, 8.169, 16.2861, 0.0074, 0.0042, -0.0032
Si, 24.4571, 10.8785, 16.3282, -0.0068, 0.0042, 0.002
Si, 27.1782, 13.6152, 16.2763, 0.0049, -0.0053, -0.0035
Si, 31.2908, 14.9842, 17.5886, 0.0092, -0.0154, 0.0005
Si, 34.025, 1.3899, 17.6057, 0.0059, -0.0073, 0.0021
Si, 31.2864, 4.1052, 17.6123, -0.0044, -0.0005, 0.0064
Si, 34.0214, 6.8277, 17.5863, -0.0094, -0.0055, -0.0037
Si, 31.2813, 9.5304, 17.5885, -0.0002, -0.0049, 0.0019
Si, 34.0109, 12.2587, 17.5815, -0.0017, 0.006, -0.0046
Si, 4.1004, 14.9821, 17.6211, 0.0011, 0.0087, 0.0007
Si, 6.834, 1.3737, 17.6327, 0.0026, -0.0125, -0.0031
Si, 4.1041, 4.0978, 17.606, -0.0026, 0.0025, -0.0028
Si, 6.8249, 6.7959, 17.6414, 0.0077, -0.0022, -0.0046
Si, 4.0955, 9.5325, 17.6094, -0.0006, 0.0077, -0.0084
Si, 6.8227, 12.2527, 17.6654, -0.0142, 0.0011, 0.0032
Si, 9.5495, 14.9623, 17.6995, 0.0073, -0.0043, 0.0016
Si, 12.2642, 1.3585, 17.7362, 0.003, 0.0023, -0.0028
Si, 9.5389, 4.08, 17.6814, 0.0007, 0.0023, -0.0043
Si, 12.2448, 6.7984, 17.7194, -0.0122, 0.017, 0.0004
Si, 9.5345, 9.5091, 17.6954, 0.0005, -0.0015, 0.0043
Si, 12.2624, 12.2325, 17.7287, 0.0079, 0.0004, 0.0026
Si, 14.9777, 14.9509, 17.7628, 0.0011, -0.0087, -0.0006
Si, 17.6728, 1.3405, 17.7571, 0.0083, 0.004, -0.0018
Si, 14.9551, 4.0629, 17.7594, -0.0025, -0.0012, 0.0032
Si, 17.6621, 6.7794, 17.7689, 0.0075, 0.0022, 0.0037
Si, 14.9558, 9.5084, 17.741, -0.0015, 0.0042, 0.0028
Si, 17.6674, 12.2371, 17.7493, -0.016, 0.0096, -0.003
Si, 20.3804, 14.947, 17.7319, 0.0029, -0.0085, 0.005
Si, 23.091, 1.3545, 17.6961, -0.0001, -0.0026, -0.0011
Si, 20.378, 4.0556, 17.7406, -0.0012, -0.0042, -0.005
Si, 23.0899, 6.7739, 17.7034, 0.0107, -0.001, -0.0004
Si, 20.3704, 9.5, 17.743, 0.0025, 0.0031, 0.0011
Si, 23.0875, 12.2228, 17.7028, -0.0014, 0.002, 0.0058
Si, 25.816, 14.9615, 17.656, 0.0035, 0.0061, 0.0019
Si, 28.549, 1.3843, 17.6137, -0.0101, 0.0047, 0.0039
Si, 25.8128, 4.0826, 17.6562, -0.0031, 0.0035, -0.0005
Si, 28.5508, 6.8048, 17.6245, 0.0083, -0.0061, 0.0082
Si, 25.8179, 9.5058, 17.6669, 0.0082, -0.0002, 0.0128
Si, 28.5497, 12.2503, 17.599, -0.0052, 0.0024, -0.0015
Si, 32.6523, 0.0291, 18.9392, -0.009, 0.0073, 0.0021
Si, 2.7443, 2.7556, 18.9662, 0.006, 0.001, 0.0062
Si, 32.6594, 5.4854, 18.9415, 0.0168, 0.0141, -0.0038
Si, 2.731, 8.1798, 18.9588, 0.0049, 0.0033, 0.0093
Si, 32.6456, 10.9004, 18.9219, 0.0012, 0.0046, -0.0055
Si, 2.7221, 13.6129, 18.9443, -0.0114, -0.0131, -0.0014
Si, 5.4691, 0.0242, 18.9741, 0.0026, 0.0087, -0.0061
Si, 8.1817, 2.7133, 19.0256, -0.0027, -0.0024, 0.0017
Si, 5.4614, 5.4376, 18.9842, -0.0005, -0.0046, 0.0024
Si, 8.1817, 8.1205, 19.0347, -0.0169, -0.0059, 0.0058
Si, 5.4451, 10.8778, 18.9842, -0.0103, -0.0149, -0.0004
Si, 8.1854, 13.6011, 19.0467, 0.0059, 0.0063, 0.009
Si, 10.9146, -0.0131, 19.0843, 0.0048, -0.0003, 0.0062
Si, 13.6119, 2.7006, 19.139, 0.0001, -0.0008, 0.006
Si, 10.8867, 5.4295, 19.0655, 0.0129, 0.0014, -0.0006
Si, 13.6004, 8.1442, 19.1034, 0.0092, -0.0003, -0.0081
Si, 10.8929, 10.8656, 19.0676, 0.0003, -0.0118, -0.0044
Si, 13.6287, 13.5752, 19.1181, -0.0022, -0.0027, 0.0008
Si, 16.3366, -0.0164, 19.1489, 0.0135, 0.003, 0.0072
Si, 19.0288, 2.6964, 19.1256, -0.0003, -0.0091, -0.007
Si, 16.313, 5.4056, 19.1413, -0.011, -0.0109, 0.0096
Si, 19.0178, 8.1453, 19.1338, -0.0025, 0.0029, 0.0093
Si, 16.3131, 10.8681, 19.1093, -0.0028, -0.0002, -0.0091
Si, 19.0219, 13.6, 19.1172, 0.0108, 0.0033, -0.0035
Si, 21.7389, 0.0001, 19.0782, 0.002, 0.0137, -0.0032
Si, 24.4469, 2.7349, 19.0319, 0.0007, 0.0087, -0.0152
Si, 21.7398, 5.4147, 19.0934, -0.0041, -0.0126, 0.0048
Si, 24.4512, 8.1413, 19.0413, -0.0042, -0.0153, 0.0014
Si, 21.7321, 10.8645, 19.0909, 0.0033, 0.0058, 0.0022
Si, 24.4511, 13.6037, 19.0276, 0.0012, -0.0056, 0.0002
Si, 27.1773, 0.0375, 18.9731, 0.0034, -0.0091, -0.0016
Si, 29.906, 2.7545, 18.9617, 0.0052, 0.0086, 0.0012
Si, 27.1756, 5.4571, 18.9876, -0.0035, 0.0051, -0.0086
Si, 29.9289, 8.1698, 18.9524, -0.0117, 0.0089, -0.0029
Si, 27.1969, 10.8966, 18.9689, 0.0188, 0.012, -0.0044
Si, 29.9108, 13.6302, 18.9255, 0.0012, -0.001, -0.0067
O, 32.4324, 10.9581, 1.2372, -0.2932, 0.0114, -0.5006
O, 0.8045, 13.3513, 0.4867, -0.3427, 0.1757, 0.3354
O, 3.0407, 14.3818, 1.1697, 0.2357, -0.0998, -0.176
O, 5.3641, 0.1447, 1.3354, -0.0944, -0.1384, -0.573
O, 7.4441, 1.6942, 1.7683, 0.0199, -0.2683, -0.0243
O, 4.7987, 10.1769, 1.4278, 0.0896, -0.1178, -0.1158
O, 14.6747, 13.9501, 1.5781, 0.3914, -0.4879, -0.3589
O, 22.3131, 0.8053, 1.8652, -0.219, 0.2691, -0.1147
O, 27.8658, 6.4, 1.5256, -0.0672, 0.4282, 0.1549
O, 30.2587, 6.2404, 0.5748, 0.4267, -0.3654, 0.1402
O, 26.5715, 9.846, 1.5269, 0.0634, -0.0718, -0.0786
O, 28.8208, 10.9446, 2.032, 0.46, -0.1765, 0.2217
O, 15.8397, 12.5803, 27.2204, -0.091, -0.1712, -0.0402
O, 23.8857, 4.8462, 27.1186, -0.2826, 0.4159, 0.086
O, 29.3787, 2.1749, 28.5054, 0.112, 0.269, -0.3848
O, 34.1502, 7.2413, 29.751, 0.3014, 0.2105, 0.1046
O, 29.0686, 11.9627, 28.3282, 0.0512, 0.3058, 0.1417
O, 32.6555, 13.892, 28.4166, -0.3078, -0.116, 0.2974
O, 6.181, 1.8275, 28.1028, 0.0742, -0.5978, -0.1475
O, 34.3172, 11.8958, 27.9993, -0.0533, -0.0672, -0.2195
O, 12.302, 9.0302, 33.128, -0.1688, -0.3285, -0.2128
O, 6.4909, 0.9396, 30.5294, 0.3796, -0.0659, 0.3248
O, 8.0997, 15.154, 28.6807, 0.0052, 0.1452, 0.0709
O, 12.5486, 5.9054, 28.4005, -0.1399, -0.3868, 0.2145
O, 15.7609, 14.9302, 28.5489, 0.3314, 0.5767, 0.2187
O, 17.2805, 13.1089, 29.3654, 0.1183, -0.2762, -0.0785
O, 18.525, 0.8294, 28.7082, -0.2081, -0.1078, 0.3229
O, 21.9408, 14.2858, 30.1706, 0.1477, -0.1424, 0.1945
O, 23.0176, 1.5809, 28.2168, 0.4397, -0.2178, -0.1583
O, 21.0758, 3.3323, 28.423, 0.161, -0.106, -0.1142
O, 22.925, 6.9925, 33.1185, -0.3028, 0.0302, -0.0517
O, 20.4557, 9.4669, 27.3852, -0.215, -0.1503, 0.0237
O, 18.0467, 11.1008, 30.8703, -0.0239, -0.2078, 0.3832
O, 18.8518, 11.172, 28.4203, -0.3822, 0.4047, 0.0296
O, 24.4505, 13.8404, 29.6399, 0.1085, -0.1879, -0.1091
O, 22.9979, 6.6437, 30.5759, -0.2075, -0.3794, -0.373
O, 25.7745, 5.4986, 28.8517, -0.4905, 0.2957, 0.295
O, 24.9506, 10.6529, 28.2742, 0.1843, 0.1631, 0.3202
O, 31.4383, 0.8216, 29.4635, 0.1374, -0.0118, -0.1481
O, 26.9409, 12.2234, 29.9881, -0.6491, 0.2214, -0.0148
O, 32.6096, 5.4674, 28.7052, -0.0559, -0.2004, 0.1968
O, 27.4971, 6.318, 33.7141, 0.3328, 0.296, -0.0859
O, 12.5623, 6.7265, 0.1296, -0.3975, -0.1197, -0.3337
O, 11.2302, 13.5081, 32.141, 0.0791, -0.4523, 0.0196
O, 29.3448, 10.5781, 34.0106, 0.4451, -0.217, 0.2143
O, 32.1491, 6.418, 31.3283, -0.1796, -0.1591, -0.2354
O, 33.6547, 12.6771, 30.4646, 0.0207, 0.0226, 0.2287
O, 12.2242, 1.2514, 30.1448, -0.2683, 0.5076, 0.2835
O, 10.1235, 4.5499, 29.9047, 0.0388, -0.1138, -0.0045
O, 20.2318, 9.0668, 35.4868, -0.3835, 0.0769, -0.1456
O, 13.4674, 13.6137, 28.5536, 0.0993, -0.2866, 0.1577
O, 13.8783, 15.555, 30.287, 0.6957, 0.0264, 0.599
O, 12.0297, 4.7786, 31.7175, 0.482, -0.5818, -0.4305
O, 14.8774, 8.9386, 36.7096, 0.1833, -0.2942, 0.2699
O, 23.2815, 4.81, 37.0379, 0.1385, 0.4639, -0.1949
O, 17.8631, 13.6048, 31.8715, -0.2792, 0.0033, 0.2797
O, 33.4727, -0.0585, 30.8243, 0.1053, -0.3762, -0.209
O, 25.8223, 15.5554, 36.5434, 0.5823, -0.3376, 0.1918
O, 18.8396, 3.9289, 35.4698, 0.1436, -0.2047, -0.1597
O, 18.5916, 8.7857, 29.5155, 0.2145, -0.2291, 0.3659
O, 19.9969, 4.4704, 30.4686, 0.1456, 0.0826, 0.0809
O, 20.5072, 10.4177, 30.315, 0.0577, -0.0784, -0.1159
O, 28.8918, 16.2069, 29.5486, -0.4231, 0.3584, -0.0318
O, 33.2345, 2.3106, 37.5917, -0.006, -0.4167, 0.0517
O, 24.6861, 8.2568, 29.3207, 0.0039, -0.4768, 0.1752
O, 26.789, 9.6594, 29.935, 0.4494, -0.3298, 0.163
O, 3.992, 10.3405, 29.8613, -0.0068, -0.1457, 0.3083
O, 28.5709, 9.7256, 36.3947, -0.3103, -0.087, 0.1876
O, 4.2499, 2.1437, 31.2292, -0.2385, -0.6358, 0.0169
O, 5.4061, 11.2814, 37.7916, 0.4236, 0.2561, -0.2486
O, 18.2084, 0.8039, 37.5991, 0.0918, 0.4224, -0.0682
O, 32.7154, 13.9431, 37.747, 0.3706, -0.3872, 0.3371
O, 14.9226, 13.8355, 37.0539, 0.3875, -0.013, 0.0638
O, 13.8675, 12.1526, 35.4106, 0.2873, -0.3845, -0.2409
O, 18.5775, 6.2785, 0.2849, -0.1092, 0.2626, -0.3849
O, 28.1045, 12.9098, 38.1457, -0.0911, 0.372, 0.0831
O, 29.8803, 4.0565, 38.8165, 0.1794, 0.0078, -0.2344
O, 20.201, 11.6012, 34.654, -0.3121, 0.2153, -0.1717
O, 16.8479, 7.3411, 32.7818, 0.2263, -0.0251, 0.1593
O, 4.8661, 1.8011, 37.3288, -0.4279, -0.2348, -0.2286
O, 12.6901, 4.3434, 36.6471, 0.0096, -0.1086, -0.1661
O, 27.6337, 2.0627, 38.9242, 0.479, 0.1733, -0.4159
O, 13.2378, 8.3189, 29.2114, 0.1014, 0.0795, 0.0697
O, 13.9108, 4.4482, 38.9167, 0.4798, -0.1988, -0.339
O, 11.1446, 13.5389, 0.8813, 0.1334, -0.2176, -0.3941
O, 23.5704, 2.5322, 30.6167, 0.27, 0.4691, -0.3142
O, 14.1094, 11.4795, 38.0275, -0.1201, 0.0551, 0.0988
O, 32.3861, 7.7947, 0.658, -0.0482, 0.4902, -0.1155
O, 31.9357, 14.7265, 32.2591, 0.0508, -0.1604, -0.078
O, 19.7428, 15.2152, 38.4542, 0.3093, -0.6244, -0.187
O, 26.7832, 2.2001, 35.0343, 0.3384, -0.2752, 0.1771
O, 15.3983, 2.6622, 32.4295, -0.1264, -0.6363, -0.0177
O, 3.8207, 4.8081, 31.2096, -0.301, 0.0348, -0.2487
O, 25.9082, 10.7848, 32.1218, -0.1482, 0.196, -0.0052
O, 20.4225, 6.3229, 35.4844, -0.1273, -0.0557, -0.2677
O, 30.2229, 2.0091, 37.2124, -0.0483, -0.1627, 0.5756
O, 27.668, 6.5197, 38.8547, 0.2803, 0.1121, -0.1332
O, 24.9376, 14.7066, 38.9434, 0.0085, -0.2978, -0.1962
O, 28.4909, 10.8944, 31.5678, 0.1031, -0.2319, -0.1289
O, 31.9972, 9.9163, 29.6942, 0.4995, 0.4208, 0.0679
O, 34.4891, 11.2787, 38.643, 0.5106, 0.4022, -0.2549
O, 32.7285, 5.8182, 37.8432, -0.0039, 0.5623, -0.0135
O, 5.7844, 15.899, 38.8463, 0.322, 0.0933, 0.1215
O, 21.6766, 0.5909, 30.2288, -0.286, 0.3344, 0.2461
O, 6.639, 2.2669, 35.5295, 0.6518, 0.4096, -0.3332
O, 27.5788, 12.197, 0.2818, -0.3359, -0.3307, -0.0286
O, 34.4909, 1.6748, 35.4076, 0.3837, 0.3281, 0.471
O, 24.5722, 11.6267, 34.2039, 0.021, 0.0688, -0.0331
O, 11.28, 15.1, 30.0879, -0.4301, 0.2169, -0.474
O, 23.7183, 12.6562, 36.4855, 0.4279, 0.3748, 0.0079
O, 4.5571, 11.2, 35.1428, -0.0673, -0.1761, -0.1908
O, 16.4805, 3.8585, 34.4561, 0.0138, 0.5129, 0.0509
O, 11.9128, 3.8731, 34.2277, -0.7076, 0.02, -0.2535
O, 29.9344, 14.5485, 33.9744, 0.2165, -0.246, 0.1974
O, 6.1857, 6.2308, 38.8041, -0.2249, 0.2437, -0.3671
O, 12.3002, 14.0509, 34.4194, 0.2255, 0.2528, 0.2364
O, 6.3411, 7.5207, 35.582, -0.7122, -0.0215, 0.3316
O, 22.6307, 7.9241, 35.4543, 0.2812, 0.0137, 0.1425
O, 29.3563, 5.9918, 31.7902, 0.0542, 0.2791, -0.4459
O, 28.3999, 3.7781, 36.5293, 0.0379, 0.3738, -0.0589
O, 33.1041, 14.2834, 35.2409, -0.4462, 0.0534, -0.217
O, 22.6052, 11.9655, 38.8097, -0.1253, 0.3439, -0.3044
O, 12.2393, 6.4812, 33.6793, -0.3673, 0.0025, 0.1356
O, 23.3494, 16.084, 37.2056, -0.1942, -0.39, -0.3519
O, 33.4166, 12.5511, 33.137, -0.1587, 0.3138, 0.0503
O, 32.4996, 11.6734, 35.3315, -0.5827, 0.0877, 0.0814
O, 11.6916, 5.8583, 38.7672, -0.3629, -0.0174, -0.2146
O, 34.7867, 6.6098, 32.1673, -0.1055, 0.0862, 0.3605
O, 16.6404, 9.1087, 34.822, 0.6766, -0.1226, -0.0478
O, 27.476, 1.3321, 32.737, 0.388, -0.2938, -0.0265
O, 7.929, 10.5345, 31.9168, -0.0797, 0.6026, 0.0843
O, 7.25, 6.754, 32.031, -0.2936, -0.4206, 0.1014
O, 35.2321, 11.0813, 31.9179, 0.0928, -0.5457, 0.4769
O, 4.9076, 15.6054, 29.2546, 0.0508, 0.3243, 0.0396
O, 13.5263, 16.2974, 1.1425, -0.1243, 0.0756, -0.3255
O, 22.1987, 8.0062, 28.5619, 0.0586, -0.3545, 0.256
O, 24.4278, 9.1283, 33.7174, -0.0582, 0.0401, -0.3211
O, 9.3592, 9.57, 29.9506, 0.1261, 0.2032, 0.0935
O, 17.9243, 0.8485, 0.3724, 0.2329, -0.4293, -0.0316
O, 20.7333, 4.3229, 37.1983, -0.1086, -0.0698, 0.5401
O, 6.9959, 12.722, 29.3919, 0.0644, -0.1088, 0.3138
O, 29.8478, 2.2591, 31.668, 0.1387, -0.4126, 0.1349
O, 10.6525, 10.6206, 31.9305, 0.0802, 0.387, 0.0278
O, 2.3563, 11.245, 1.0935, 0.2353, 0.2721, 0.4269
O, 32.1293, 9.0352, 34.6782, 0.3085, 0.0298, -0.6441
O, 28.2289, 12.2193, 35.6341, -0.077, 0.3572, -0.3694
O, 30.0128, 8.3509, 28.8593, -0.1236, -0.2449, 0.1634
O, 10.0983, 15.3173, 33.6762, -0.2148, -0.0912, -0.207
O, 5.2985, 10.8962, 32.0099, 0.1128, 0.0803, 0.4573
O, 14.3249, 4.727, 0.4771, -0.2281, -0.1339, -0.1405
O, 30.897, 9.9558, 32.0556, -0.2801, -0.6181, -0.0118
O, 11.9256, 1.8734, 0.2001, -0.1306, 0.4481, -0.2418
O, 10.0547, 10.7064, 37.3929, 0.4705, -0.5517, 0.1695
O, 27.4019, 15.2336, 34.461, 0.1693, -0.3299, -0.3191
O, 14.1934, 4.795, 33.3051, 0.2741, 0.4445, -0.0882
O, 31.6412, 16.0654, 36.584, -0.0759, -0.1742, 0.062
O, 17.1839, 2.4519, 30.4595, 0.1975, -0.1682, 0.3455
O, 28.1823, 4.5007, 29.3046, 0.5127, 0.2259, -0.1946
O, 22.5595, 2.2274, 32.9479, -0.0072, -0.7098, -0.0492
O, 3.9949, 13.1277, 33.2203, 0.1087, -0.1857, -0.0394
O, 30.4602, 12.6672, 37.1349, 0.0739, -0.5351, -0.1566
O, 25.9599, 3.1655, 37.3176, -0.4988, 0.1852, -0.0689
O, 4.6929, 7.2293, 31.4693, 0.0072, 0.2489, -0.3486
O, 34.5127, 8.6271, 38.7245, -0.2986, 0.046, -0.2305
O, 19.2658, 11.0292, 37.1261, 0.2081, 0.4728, 0.1094
O, 34.7853, 14.5002, 32.0466, 0.1216, 0.0641, -0.0305
O, 29.751, 8.502, 38.4753, 0.0415, -0.6466, -0.153
O, 31.1422, 10.0186, 36.8715, 0.0352, 0.3583, 0.5701
O, 9.3095, 8.383, 32.3566, 0.4227, 0.0696, 0.3251
O, 25.2747, 0.9279, 38.4941, -0.2416, -0.0981, 0.2361
O, 35.254, 14.1672, 28.9606, -0.0791, 0.1776, 0.1541
O, 29.573, 0.5229, 35.1374, -0.0495, 0.1973, -0.0531
O, 36.2196, 9.7325, 37.1074, 0.0352, -0.3331, -0.0506
O, 20.4416, 1.3352, 34.1206, 0.0092, 0.0217, 0.046
O, 31.9125, 1.9576, 35.281, -0.0859, 0.1036, -0.657
O, 8.1577, 9.4149, 35.7852, 0.5096, -0.0381, -0.5382
O, 35.8483, 15.7122, 34.9245, -0.407, -0.2341, -0.3716
O, 15.6128, 0.0857, 37.3191, 0.1186, -0.1195, -0.2321
O, 20.408, 15.4353, 28.3849, 0.0667, -0.3986, -0.1561
O, 12.2903, 15.9088, 32.3732, 0.4417, 0.1915, 0.527
O, 6.9993, 14.0458, 37.5971, -0.3739, 0.1022, -0.4389
O, 22.7583, 9.289, 30.8668, 0.0563, -0.1604, 0.318
O, 26.7568, 10.222, 34.5511, -0.1814, -0.4979, 0.2366
O, 13.04, 15.8306, 37.0296, -0.1821, -0.1862, -0.1287
O, 21.0365, 7.82, 37.5967, 0.3276, -0.0942, 0.0044
O, 24.6308, 0.0908, 0.8461, 0.1623, -0.0148, -0.1885
O, 17.3689, 6.6706, 30.2715, -0.2384, -0.2581, -0.081
O, 15.6156, 9.7195, 32.4853, 0.2849, -0.0287, -0.1012
O, 27.9051, 7.014, 29.5321, -0.021, 0.2865, 0.4649
O, 26.0278, 8.4542, 38.0778, -0.0426, 0.1995, 0.2203
O, 11.4524, 12.4417, 29.7465, 0.1125, -0.6682, 0.2328
O, 6.9096, 14.7743, 30.9382, 0.2036, 0.106, 0.408
O, 6.5635, 5.1352, 34.591, 0.2047, -0.2452, -0.3101
O, 4.9102, 13.6875, 35.4355, 0.4844, -0.3195, -0.1155
O, 11.2281, 6.9322, 30.3274, -0.2787, 0.4103, 0.2191
O, 26.2368, 4.6702, 35.2491, -0.7179, -0.2233, -0.2436
O, 19.2848, 15.7905, 35.7025, 0.1425, -0.4557, -0.3172
O, 8.1541, 0.2954, 34.7675, 0.1084, 0.3198, -0.1877
O, 30.9135, 3.1994, 0.182, 0.2812, 0.2275, -0.6819
O, 30.2393, 7.7293, 35.9698, -0.4983, -0.4692, -0.0859
O, 7.8702, 11.8122, 36.5789, -0.3249, -0.0889, -0.5022
O, 30.4386, 12.498, 32.4267, 0.1273, -0.0322, -0.1165
O, 16.2532, 2.818, 1.0007, -0.0424, -0.0672, -0.3313
O, 11.6035, 12.6309, 36.5432, 0.0994, 0.4442, 0.035
O, 6.0172, 3.5706, 30.103, 0.5247, 0.5303, 0.175
O, 11.7599, 11.4526, 34.1157, -0.4126, 0.0282, 0.1811
O, 20.8478, 0.8204, 37.1546, 0.0606, 0.5722, -0.3372
O, 6.4466, 9.4143, 33.8065, 0.0353, 0.0929, -0.3344
O, 14.9792, 3.8918, 30.1075, -0.0252, 0.4598, 0.2837
O, 17.3297, 9.3988, 37.4583, -0.0847, -0.3623, 0.1416
O, 27.1459, 6.9048, 36.285, 0.3876, 0.1343, -0.055
O, 24.0839, 10.1919, 37.4361, 0.0717, -0.4288, -0.6334
O, 21.6833, 11.2276, 32.4978, 0.3306, -0.3671, 0.0469
O, 28.9581, 14.6522, 36.4053, -0.1041, 0.3394, 0.3613
O, 20.3831, 3.764, 32.9719, -0.3424, -0.2058, 0.2919
O, 25.1651, 2.6285, 32.8296, -0.0701, 0.2837, -0.1591
O, 28.0633, 3.8658, 32.6723, 0.141, -0.0452, 0.3288
O, 17.9358, 1.5705, 34.624, -0.1812, -0.0117, -0.0581
O, 11.246, 0.9181, 38.3139, -0.0449, 0, -0.0592
O, 3.8653, 4.8397, 0.1446, 0.0323, 0.3297, 0.0999
O, 4.5945, 15.4023, 31.7695, -0.282, 0.1606, 0.4429
O, 9.6842, 5.8004, 32.1519, -0.216, -0.5238, 0.1137
O, 5.2048, 3.4512, 33.183, 0.2252, 0.237, -0.3077
O, 23.5117, 4.6021, 32.2046, 0.3437, -0.0937, 0.2922
O, 19.6882, 15.2667, 30.9272, -0.1616, 0.3896, -0.2114
O, 30.8751, 6.957, 33.5193, -0.0601, 0.3565, -0.1096
O, 19.0639, 6.0229, 32.3002, 0.3936, 0.5092, 0.413
O, 9.5162, 13.2543, 37.9593, 0.288, 0.291, 0.3183
O, 14.1578, 2.7734, 34.9193, 0.2229, -0.2647, -0.0133
O, 28.5761, 4.0768, 0.6576, -0.5092, -0.1033, 0.4494
O, 20.273, 13.5189, 32.85, 0.1739, -0.0692, -0.3259
O, 4.5643, 3.9093, 35.675, -0.3205, -0.0561, 0.2835
O, 25.0188, 6.8754, 34.7364, -0.0629, -0.1279, -0.0873
O, 12.5784, 8.2201, 35.5911, -0.4507, 0.3947, 0.1173
O, 17.287, 11.6408, 38.9528, 0.0905, 0.1148, -0.1931
O, 30.9448, 3.9227, 29.8996, -0.4218, 0.0285, 0.0317
O, 36.5113, 14.8732, 37.3118, 0.3593, -0.528, 0.1694
O, 26.6457, 15.2038, 30.3379, -0.1281, 0.2387, 0.1856
O, 6.348, 3.8928, 37.6299, 0.1834, -0.184, 0.2982
O, 34.1835, 15.9398, 37.2744, -0.1907, 0.4662, -0.334
O, 9.1837, 13.5286, 30.4967, 0.0841, -0.4261, 0.0486
O, 33.3972, 4.1206, 35.791, 0.516, 0.337, -0.574
O, 22.7986, 11.8135, 30.2018, 0.1787, -0.0976, 0.1426
O, 14.9171, 10.1381, 30.0104, 0.1803, -0.1155, -0.009
O, 13.3574, 11.0914, 31.9793, -0.0038, 0.4005, -0.2356
O, 35.0371, 12.5765, 35.2365, -0.0959, -0.216, 0.557
O, 26.3913, 10.9848, 38.2402, -0.0977, 0.1395, -0.3986
O, 7.9094, 5.8334, 36.773, 0.7167, 0.2399, 0.0797
O, 24.3101, 10.745, 0.5093, 0.2489, 0.118, 0.1163
O, 12.0382, 1.8258, 36.0188, -0.362, 0.1218, -0.0884
O, 10.4681, 16.0716, 36.1343, -0.0266, -0.3396, -0.0394
O, 8.3331, 2.6553, 29.4095, 0.0794, -0.4255, 0.3566
O, 26.7562, 5.6017, 31.3111, -0.6815, 0.1272, 0.2948
O, 4.1257, 5.7555, 33.6605, -0.3966, 0.426, 0.5264
O, 5.7183, 16.127, 35.651, 0.1379, 0.0252, 0.5079
O, 7.8239, 9.5968, 38.2908, 0.0825, -0.5754, -0.3731
O, 26.1311, 14.4055, 0.209, -0.0384, 0.0382, -0.3448
O, 25.3072, 5.9851, 37.9356, -0.1031, 0.0912, -0.2084
O, 4.0546, 12.9216, 30.782, 0.0055, 0.1237, -0.5142
O, 13.7103, 6.7025, 37.4159, 0.6307, 0.0083, -0.0941
O, 33.7442, 9.7953, 36.568, 0.2496, -0.3697, -0.4201
O, 14.528, 7.7932, 33.8814, 0.1879, -0.2146, -0.0617
O, 32.4808, 6.4852, 35.4146, 0.7076, -0.0848, -0.0772
O, 24.2729, 0.1227, 30.1425, 0.0739, -0.0277, 0.3676
O, 12.6446, 9.1944, 37.9782, -0.4793, -0.1377, -0.0135
O, 30.8954, 4.5192, 36.4655, -0.3563, -0.0699, -0.393
O, 27.5137, 2.3513, 30.4118, -0.5905, -0.1902, -0.0158
O, 24.8641, 14.1468, 34.5869, -0.0626, 0.0174, -0.3765
O, 29.2337, 14.6295, 31.5029, 0.1383, -0.0224, 0.3132
O, 33.7335, 0.0578, 33.4602, -0.2427, 0.3143, 0.0619
O, 15.7278, 12.1555, 31.4054, -0.1796, 0.4267, 0.3366
O, 31.2279, 4.3582, 32.5123, 0.0346, -0.2823, 0.4658
O, 36.0062, 1.4985, 33.4418, -0.131, 0.4444, -0.2614
O, 16.6797, 2.5747, 36.6704, -0.2512, 0.3432, 0.0946
O, 33.2256, 8.6964, 31.7501, 0.1331, -0.0028, 0.6515
O, 8.6971, 14.1812, 35.6141, -0.3095, -0.24, -0.4686
O, 18.5013, 5.8314, 37.1639, -0.3922, 0.4379, -0.5446
O, 32.5022, 2.3471, 31.2658, 0.3934, 0.2615, 0.435
O, 22.7655, 2.4078, 37.3735, 0.5698, 0.1417, 0.1161
O, 16.8035, 4.758, 31.8187, -0.0569, -0.0324, 0.1557
O, 8.581, 6.7476, 34.3321, 0.5878, 0.0898, 0.1935
O, 5.2876, 2.7219, 0.6644, 0.2156, -0.0461, -0.1556
O, 25.3207, 0.3204, 34.0651, -0.6736, 0.025, -0.2995
O, 16.0577, 11.3257, 36.3045, 0.3398, 0.1883, -0.3708
O, 18.7443, 15.7277, 33.2372, -0.2159, -0.0571, 0.1536
O, 5.9589, 1.0112, 33.3028, 0.2926, -0.2036, -0.3286
O, 21.7964, 10.8627, 36.5498, 0.249, -0.1303, -0.1252
O, 21.8919, 3.4321, 35.103, 0.2682, 0.1883, -0.1948
O, 22.4147, 13.0806, 34.2376, 0.1162, 0.4467, -0.2181

Results
total energy: -219156.639 eV
total energy less fixed offsets of O -438.35, Si -107.03 eV per atom: 0.431 eV
